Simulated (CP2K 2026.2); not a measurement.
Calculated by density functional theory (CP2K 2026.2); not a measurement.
Periodic cell of 2016 atoms, Si1440O576, from a study of silicon, its oxide and their interface. The atomic structure is a simulated model.
Doubt: the forces sum to 5.03 eV/angstrom along one axis rather than to zero, so they err by at least 0.0025 eV/angstrom per atom on average; the grid cutoff is modest.

Settings: functional PBE; method Gaussian and plane waves; basis set DZVP-MOLOPT-SR-GTH; pseudopotentials GTH-PBE; grid cutoff 300 Ry, relative cutoff 40 Ry; k points Gamma only; occupations fixed; spin none; net charge 0.

Cell vectors (angstrom)
a	65.28	0	0
b	0	16.32	0
c	0.0172	-0.219	33.2865

Atoms and the computed forces on them: element, x, y, z (angstrom), force x, y, z (eV/angstrom)
Si	1.462	-1.288	-0.162	-0.062	0.057	0.823
Si	3.828	1.904	-0.095	0.103	-0.323	0.689
Si	1.403	3.952	0.014	0	0.272	0.631
Si	3.914	7.1	-0.084	0.112	-0.185	0.737
Si	1.722	-6.955	-0.02	-0.116	0.183	0.753
Si	4.433	-4.351	0.003	-0.298	0.355	0.727
Si	7.1	-1.644	0.064	-0.234	0.239	0.636
Si	9.227	1.595	0.044	0.178	-0.187	0.745
Si	7.063	3.8	0.286	-0.009	-0.02	0.78
Si	9.602	6.44	-0.134	-0.084	0.247	0.638
Si	6.722	9.867	0.361	-0.012	-0.268	0.695
Si	9.324	12.434	0.344	0.127	-0.098	0.713
Si	12.324	-1.683	0.256	0.056	0.15	0.662
Si	15.164	1.149	0.034	-0.18	0.11	0.769
Si	11.917	4.296	-0.066	0.129	-0.111	0.749
Si	14.603	7.026	0.156	0.086	-0.063	0.676
Si	12.337	9.144	0.157	-0.027	0.197	0.695
Si	14.586	12.52	0.037	0.162	-0.148	0.742
Si	17.341	-1.095	0.05	0.165	-0.14	0.817
Si	20.426	1.558	0.112	0.08	-0.304	0.664
Si	18.012	3.621	-0.138	-0.31	0.383	0.718
Si	19.93	7.188	0.14	0.108	-0.24	0.751
Si	17.695	9.407	0.116	-0.177	0.204	0.698
Si	20.46	12.032	0.129	-0.119	0.142	0.763
Si	23.182	-1.594	0.114	-0.101	0.28	0.718
Si	25.531	1.821	-0.028	0.132	-0.324	0.677
Si	23.245	4.017	0.09	-0.164	0.142	0.644
Si	26.048	6.521	0.079	-0.057	0.18	0.603
Si	22.501	9.653	-0.119	0.427	-0.134	0.707
Si	25.457	12.528	-0.093	0.205	-0.302	0.742
Si	28.77	-1.597	-0.03	-0.187	0.101	0.696
Si	31.552	1.119	-0.024	-0.119	0.108	0.681
Si	28.33	4.308	-0.032	0.158	-0.144	0.683
Si	31.588	6.519	0.295	-0.488	0.438	0.6
Si	28.735	9.396	-0.222	-0.062	-0.007	0.805
Si	30.961	12.491	0.111	0.161	-0.028	0.735
Si	33.8	-1.078	0.052	0.054	-0.191	0.686
Si	36.695	1.296	0.173	0.136	-0.106	0.772
Si	33.813	4.243	0.297	0.457	-0.409	0.506
Si	36.48	7.07	0.151	0.107	-0.172	0.73
Si	34.206	9.187	0.196	-0.031	0.169	0.698
Si	37.019	11.936	0.355	-0.194	-0.05	0.733
Si	39.385	-1.734	0.291	-0.114	0.385	0.65
Si	41.843	1.494	-0.007	0.144	-0.16	0.672
Si	39.747	3.802	0.109	-0.188	0.033	0.752
Si	-22.904	6.407	-0.046	-0.174	0.292	0.797
Si	39.257	9.793	0.158	0.081	-0.222	0.703
Si	-23.454	12.545	0.185	0.271	-0.277	0.728
Si	-20.28	-1.752	0.099	-0.001	0.23	0.648
Si	-17.63	1.221	-0.158	-0.049	0.123	0.763
Si	-20.73	4.122	0.017	0.329	-0.14	0.737
Si	-17.904	6.95	0.007	0.163	-0.16	0.713
Si	-20.066	9.251	0.068	-0.158	0.054	0.755
Si	-17.903	12.491	-0.185	0.26	-0.232	0.666
Si	-14.541	-1.648	-0.008	-0.374	0.296	0.684
Si	-12.445	1.593	0.194	0.156	-0.019	0.703
Si	-14.71	3.689	0.122	-0.023	0.19	0.736
Si	-12.207	6.825	0.431	0.009	-0.03	0.495
Si	-14.359	9.025	-0.019	-0.211	0.117	0.709
Si	-12.308	12.444	0.288	0.096	-0.15	0.703
Si	-9.183	-1.558	0.033	-0.137	0.184	0.736
Si	-6.734	1.485	-0.034	0.226	-0.133	0.649
Si	-10.008	4.717	0.007	0.125	-0.213	0.773
Si	-7.061	7.111	0.014	0.303	-0.244	0.637
Si	-9.189	-6.864	0.218	-0.305	0.057	0.718
Si	-7.107	-3.878	0.174	0.222	0.028	0.594
Si	-3.617	-1.62	-0.113	-0.389	0.319	0.615
Si	-1.456	1.856	-0.021	0.049	-0.375	0.763
Si	-3.568	4.184	-0.176	-0.336	0.163	0.653
Si	-1.356	7.416	0.022	0.068	-0.289	0.65
Si	-3.753	-6.865	0.061	-0.188	0.078	0.712
Si	-1.396	-3.889	0.151	0.222	-0.167	0.742
Si	2.722	0.186	1.166	0.05	-0.021	-0.067
Si	5.388	2.734	1.456	-0.026	-0.011	-0.021
Si	2.694	5.543	1.223	0.016	0.015	-0.023
Si	5.489	8.151	1.344	-0.029	-0.005	-0.047
Si	2.832	-5.407	1.333	-0.001	-0.025	-0.049
Si	5.429	-2.672	1.314	-0.012	-0.023	-0.039
Si	8.14	0	1.379	0.015	0	-0.036
Si	10.832	2.735	1.323	-0.019	0.028	-0.061
Si	8.229	5.397	1.464	0.011	0.01	-0.061
Si	10.738	7.993	1.364	-0.043	-0.033	-0.043
Si	8.174	10.973	1.727	0.02	0.011	-0.006
Si	10.859	-2.764	1.667	0.005	0.008	-0.025
Si	13.553	0.001	1.331	0.022	-0.012	-0.045
Si	16.358	2.694	1.301	0.014	-0.015	-0.072
Si	13.455	5.409	1.368	-0.035	0.005	-0.063
Si	16.188	8.182	1.414	0.01	-0.001	-0.037
Si	13.485	10.864	1.327	-0.008	0.004	-0.015
Si	16.185	-2.67	1.375	0.005	0.01	-0.054
Si	19.078	-0.032	1.273	-0.028	0.019	-0.036
Si	21.779	2.823	1.48	0.023	0.002	-0.043
Si	18.908	5.394	1.211	0.009	-0.053	-0.022
Si	21.561	8.214	1.468	-0.009	0.009	-0.056
Si	18.913	10.897	1.458	0.007	-0.014	-0.071
Si	21.681	-2.776	1.433	0.002	-0.026	-0.046
Si	24.436	0.083	1.227	0	-0.005	-0.038
Si	27.181	2.768	1.328	0.014	0.016	-0.049
Si	24.451	5.49	1.429	0.024	-0.009	-0.026
Si	27.287	8.14	1.221	0.006	0.01	-0.06
Si	24.352	10.762	1.055	-0.037	0.024	-0.059
Si	27.125	-2.734	1.242	0.012	-0.012	-0.034
Si	29.931	-0.019	1.282	0.017	0.011	-0.064
Si	32.67	2.584	1.44	-0.022	-0.044	-0.006
Si	29.855	5.411	1.382	-0.01	-0.029	-0.02
Si	32.656	8.137	1.557	0.018	0.012	-0.036
Si	29.831	10.855	1.32	0.023	-0.027	-0.06
Si	32.62	-2.69	1.329	0.027	-0.011	-0.028
Si	35.408	-0.136	1.495	-0.039	0.011	-0.058
Si	38.087	2.716	1.411	0.017	0.01	-0.085
Si	35.425	5.439	1.484	0.052	0.019	-0.039
Si	38.092	8.18	1.423	-0.008	0.021	-0.051
Si	35.355	10.78	1.477	-0.003	-0.009	-0.044
Si	38.067	-2.888	1.762	-0.002	-0.002	-0.042
Si	40.659	-0.035	1.342	0.011	-0.023	-0.02
Si	-21.867	2.615	1.39	-0.038	-0.013	-0.044
Si	-24.417	5.364	1.433	0.002	-0.01	-0.09
Si	-21.764	8.083	1.221	0.004	-0.021	-0.055
Si	-24.455	10.868	1.48	-0.01	0.007	-0.074
Si	-21.775	-2.818	1.498	-0.004	0.007	-0.036
Si	-19.105	-0.023	1.229	0.001	-0.009	-0.057
Si	-16.305	2.524	1.349	-0.032	0.034	-0.069
Si	-19.056	5.309	1.248	-0.047	-0.004	-0.028
Si	-16.201	8.085	1.224	0.002	0.013	-0.053
Si	-18.915	10.87	1.284	-0.005	0.034	-0.035
Si	-16.291	-2.729	1.188	-0.001	0.002	-0.049
Si	-13.581	-0.02	1.417	-0.011	-0.023	-0.032
Si	-10.873	2.894	1.322	0.059	-0.019	-0.034
Si	-13.645	5.34	1.475	0	-0.028	-0.038
Si	-10.778	8.278	1.527	0.031	-0.003	-0.037
Si	-13.517	10.774	1.381	-0.012	-0.001	-0.053
Si	-10.748	-2.634	1.468	0.033	-0.006	-0.066
Si	-8.078	0.093	1.329	0.01	-0.006	-0.054
Si	-5.189	2.857	1.121	-0.021	0.037	-0.031
Si	-8.201	5.541	1.315	0.015	-0.024	-0.046
Si	-5.366	8.222	1.263	0.004	0.019	-0.039
Si	-8.155	-5.338	1.628	0.008	0.007	-0.049
Si	-5.355	-2.649	1.204	0.015	0.022	-0.036
Si	-2.571	0.1	1.137	-0.006	0.05	-0.028
Si	0.008	2.845	1.489	-0.016	0.006	-0.031
Si	-2.482	5.664	1.254	0.012	0.046	-0.048
Si	0.15	8.39	1.452	0.04	-0.004	-0.067
Si	-2.627	-5.373	1.458	0.014	0.013	-0.05
Si	0.199	-2.657	1.311	-0.014	0.024	-0.07
Si	1.403	1.424	2.7	-0.002	-0.031	0.016
Si	4.049	4.205	2.689	-0.008	0.036	-0.001
Si	1.414	6.868	2.708	-0.006	-0.009	0.018
Si	4.147	9.54	2.734	0.008	0.007	0.028
Si	1.468	-4.046	2.693	-0.016	-0.032	0.001
Si	4.047	-1.25	2.586	-0.002	0.009	0.014
Si	6.732	1.31	2.755	0.038	-0.014	0.009
Si	9.552	4.046	2.811	0.016	-0.01	0.042
Si	6.817	6.792	2.723	-0.01	0.006	0.001
Si	9.528	9.439	2.812	0.05	-0.005	0.021
Si	6.738	12.384	2.874	-0.029	0.041	0.037
Si	9.498	-1.275	2.833	-0.027	0.012	0.026
Si	12.207	1.38	2.672	-0.002	-0.019	-0.002
Si	14.934	4.063	2.63	0.008	0.002	0.007
Si	12.118	6.723	2.794	0.003	0.007	0.02
Si	14.864	9.567	2.748	-0.018	0.011	0.015
Si	12.211	12.127	2.865	0.023	-0.018	0.031
Si	14.875	-1.331	2.773	0.009	0.004	0.038
Si	17.719	1.344	2.685	-0.008	-0.021	0.038
Si	20.331	4.177	2.701	-0.035	0.017	0.016
Si	17.574	6.742	2.665	0.024	0.005	0.027
Si	20.271	9.562	2.848	-0.001	0.009	0.029
Si	17.558	12.293	2.735	-0.011	0.01	-0.002
Si	20.333	-1.385	2.726	0.002	0.032	0.001
Si	23.121	1.362	2.723	0.004	-0.014	0.022
Si	25.82	4.091	2.752	-0.001	-0.004	0.029
Si	23.046	6.858	2.707	-0.02	-0.002	0.001
Si	25.798	9.503	2.501	0.008	0.034	0.007
Si	23.106	12.124	2.637	0.017	-0.042	0.044
Si	25.808	-1.313	2.605	-0.005	0.002	-0.003
Si	28.541	1.341	2.636	0.006	0.005	0.002
Si	31.234	3.988	2.72	0.014	0.022	-0.01
Si	28.552	6.816	2.72	-0.019	0.003	0.033
Si	31.23	9.556	2.737	-0.012	0.012	0.029
Si	28.442	12.207	2.661	0.002	0.019	0.018
Si	31.266	-1.354	2.724	-0.015	0.014	0.031
Si	34.061	1.296	2.815	0.008	-0.007	0.028
Si	36.78	4.079	2.802	-0.015	-0.021	0.022
Si	34.015	6.739	2.875	0.021	0.023	0.02
Si	36.734	9.47	2.863	-0.006	-0.014	0.031
Si	33.965	12.231	2.71	-0.005	0.005	0.008
Si	36.673	-1.461	2.927	0.001	0.039	0.017
Si	39.389	1.318	2.786	0.009	-0.019	0.025
Si	-23.115	4.008	2.82	0.003	-0.005	0.019
Si	-25.824	6.759	2.718	-0.015	-0.008	0.002
Si	-23.064	9.429	2.683	0.015	-0.017	0.025
Si	-25.754	12.137	2.982	0.008	-0.032	0.042
Si	-23.155	-1.348	2.729	-0.029	0.017	0.016
Si	-20.424	1.289	2.679	0.012	0.01	-0.002
Si	-17.673	3.987	2.627	0.008	0.004	0.011
Si	-20.401	6.716	2.635	0.003	-0.004	0.021
Si	-17.536	9.508	2.621	-0.01	-0.042	0.02
Si	-20.361	12.108	2.729	0.046	-0.007	0.011
Si	-17.664	-1.368	2.595	0.01	-0.006	0.003
Si	-14.973	1.259	2.789	0.016	0.008	0.018
Si	-12.221	4.075	2.824	-0.008	0.009	0.042
Si	-14.998	6.746	2.742	-0.009	0.011	0.035
Si	-12.173	9.573	2.856	0.01	0.016	0.027
Si	-14.976	12.187	2.618	-0.002	0.018	0.017
Si	-12.16	-1.3	2.766	0.005	0.025	0.054
Si	-9.483	1.467	2.634	-0.024	-0.013	0.003
Si	-6.714	4.112	2.519	0.009	0.018	0.021
Si	-9.422	6.871	2.816	-0.022	-0.004	0.047
Si	-6.661	-6.745	2.747	0.008	-0.027	0.012
Si	-9.514	12.326	2.909	-0.028	-0.01	0.034
Si	-6.671	-1.271	2.648	-0.006	-0.009	0.001
Si	-3.93	1.457	2.567	-0.037	-0.019	0.005
Si	-1.293	4.278	2.753	-0.015	0.019	0.024
Si	-3.99	6.878	2.63	-0.011	-0.012	0.024
Si	-1.253	-6.667	2.818	-0.007	-0.003	0.033
Si	-4.051	-3.98	2.686	-0.038	-0.015	0.022
Si	-1.231	-1.249	2.591	0	-0.001	0.022
Si	0.055	0.063	4.054	0.022	-0.013	-0.002
Si	2.734	2.806	4.059	0.015	-0.001	-0.008
Si	0.076	5.555	4.125	0.014	0.008	0.024
Si	2.766	8.211	4.089	0	0.008	-0.004
Si	0.096	-5.319	4.128	0.009	0.004	0.015
Si	2.768	-2.638	4.03	0.042	0.012	0.001
Si	5.386	-0.01	4.101	-0.022	-0.017	0
Si	8.113	2.7	4.092	-0.002	0.018	-0.021
Si	5.433	5.483	4.091	-0.023	0.004	0.014
Si	8.125	8.139	4.141	0.012	-0.02	-0.008
Si	5.427	10.926	4.147	0.008	-0.01	-0.017
Si	8.131	-2.62	4.194	0.005	-0.009	0
Si	10.877	0.073	4.126	-0.003	-0.001	0.019
Si	13.59	2.714	4.033	-0.005	0.014	-0.002
Si	10.849	5.388	4.207	-0.005	0.007	0.001
Si	13.513	8.155	4.08	-0.022	-0.008	-0.023
Si	10.853	10.796	4.196	-0.004	0.007	0.024
Si	13.558	-2.735	4.136	-0.004	0.018	-0.022
Si	16.312	0.011	4.07	0.009	0.007	-0.021
Si	19.024	2.742	4.053	-0.015	0.002	-0.003
Si	16.244	5.414	4.054	-0.005	-0.004	0.011
Si	18.933	8.101	4.082	0.006	-0.007	-0.009
Si	16.241	10.902	4.106	0.002	-0.01	-0.013
Si	18.969	-2.716	4.091	0.001	-0.015	0.007
Si	21.728	-0.01	4.046	0.009	0.016	-0.003
Si	24.479	2.703	4.093	0.003	0.001	-0.006
Si	21.714	5.482	4.073	0	-0.015	0.018
Si	24.472	8.196	3.996	0.016	0.014	0.002
Si	21.736	10.884	4.104	-0.01	0.01	-0.001
Si	24.458	-2.744	3.96	-0.002	-0.006	-0.035
Si	27.181	-0.013	4.012	-0.011	0.002	0.011
Si	29.872	2.67	4.078	-0.011	-0.014	0.006
Si	27.185	5.457	4.083	-0.004	0.009	0.01
Si	29.903	8.16	4.091	-0.006	-0.017	-0.01
Si	27.1	10.841	3.996	0.001	-0.018	0.007
Si	29.868	-2.753	4.021	0.018	-0.019	-0.012
Si	32.628	-0.035	4.133	0.029	-0.024	-0.027
Si	35.387	2.709	4.141	-0.022	0.004	-0.007
Si	32.592	5.358	4.116	0.001	-0.007	0.014
Si	35.365	8.115	4.204	0.016	0.01	0.004
Si	32.607	10.892	4.094	0.004	-0.006	0.009
Si	35.284	-2.806	4.195	-0.018	-0.031	0.017
Si	38.062	-0.038	4.179	0.004	0.016	-0.022
Si	-24.506	2.663	4.144	-0.011	0.028	0.004
Si	-27.159	5.434	4.146	0.001	0.011	0.014
Si	-24.455	8.115	4.075	-0.001	0.016	-0.006
Si	-27.194	10.803	4.242	-0.016	-0.006	0.015
Si	-24.419	-2.718	4.188	0.005	0.001	-0.002
Si	-21.767	-0.03	4.088	-0.037	0.015	0.001
Si	-19.047	2.67	4.022	-0.005	-0.001	-0.006
Si	-21.723	5.403	4.094	-0.001	0.013	-0.003
Si	-18.993	8.125	3.952	0.004	0.012	-0.026
Si	-21.723	10.776	4.085	-0.004	0.003	0.013
Si	-19.012	-2.748	4.003	-0.005	0.031	-0.028
Si	-16.353	-0.08	4.089	-0.027	-0.011	0.018
Si	-13.594	2.675	4.106	0.002	0.002	0.01
Si	-16.359	5.373	4.052	0.015	-0.024	0.005
Si	-13.584	8.134	4.079	-0.003	-0.006	-0.019
Si	-16.277	10.869	4.06	0.011	-0.006	0.011
Si	-13.58	-2.743	4.004	-0.004	-0.018	-0.034
Si	-10.812	0.103	4.063	0.009	0.017	0.011
Si	-8.061	2.787	3.972	0	0.024	-0.004
Si	-10.829	5.481	4.113	0.006	-0.006	-0.015
Si	-8.037	8.226	4.119	-0.021	0.022	0.01
Si	-10.856	10.938	4.216	-0.002	0.003	0.018
Si	-8.037	-2.612	4.084	0.014	0.015	-0.009
Si	-5.317	0.114	3.982	0.005	-0.002	-0.023
Si	-2.648	2.814	4.014	0.021	-0.016	-0.001
Si	-5.38	5.484	3.957	0.008	-0.024	-0.031
Si	-2.654	8.225	4.059	-0.001	-0.027	-0.022
Si	-5.344	-5.355	4.093	0.018	-0.005	0.011
Si	-2.632	-2.603	3.979	0.015	-0.01	-0.016
Si	1.332	-1.309	16.377	-0.016	0.007	-0.003
Si	4.076	1.391	16.368	-0.001	0.005	-0.014
Si	1.385	4.128	16.388	0.007	0.021	0.002
Si	4.106	6.86	16.48	0.017	0.013	-0.001
Si	1.389	-6.762	16.412	-0.011	0.001	-0.006
Si	4.104	-4.075	16.399	0.006	0.012	-0.002
Si	6.775	-1.352	16.356	-0.01	-0.009	-0.013
Si	9.514	1.365	16.326	0.005	0.019	-0.009
Si	6.756	4.132	16.38	0.013	-0.003	-0.015
Si	9.526	6.834	16.411	0.02	0.012	0.002
Si	6.799	9.552	16.482	-0.004	0.001	-0.004
Si	9.453	-4.1	16.36	-0.024	-0.009	-0.003
Si	12.194	-1.345	16.272	-0.007	-0.02	-0.005
Si	14.984	1.405	16.274	0.027	0.013	0.001
Si	12.24	4.116	16.361	0.027	0.007	0.002
Si	14.918	6.704	16.274	-0.004	-0.002	0.005
Si	12.14	9.49	16.287	-0.004	-0.007	-0.01
Si	14.886	-4.115	16.218	-0.009	-0.012	-0.019
Si	17.643	-1.365	16.155	-0.002	-0.016	-0.01
Si	20.405	1.304	16.268	-0.008	-0.002	-0.014
Si	17.638	3.975	16.265	-0.012	-0.026	0.001
Si	20.369	6.7	16.251	0.003	0.002	-0.017
Si	17.612	9.407	16.21	-0.017	-0.009	-0.031
Si	20.373	-4.113	16.156	-0.014	-0.012	-0.004
Si	23.084	-1.399	16.294	-0.002	0.014	0.008
Si	25.838	1.366	16.294	0.005	0.018	-0.008
Si	23.082	4.065	16.292	0.008	0.003	-0.001
Si	25.81	6.811	16.368	-0.012	0.027	0.017
Si	23.111	9.463	16.239	-0.014	0.003	0.003
Si	25.813	-4.091	16.331	0.01	0.01	0.006
Si	28.545	-1.364	16.386	-0.016	0.025	0.008
Si	31.277	1.33	16.41	0.007	0.006	-0.006
Si	28.534	4.038	16.379	0.011	-0.005	-0.007
Si	31.265	6.771	16.375	0	0.002	-0.01
Si	28.512	9.514	16.385	0.004	-0.015	-0.014
Si	31.258	-4.074	16.4	0.007	0.003	-0.003
Si	33.988	-1.365	16.411	0.004	-0.003	-0.001
Si	36.721	1.331	16.424	0.011	-0.013	0.015
Si	33.967	4.032	16.418	-0.007	-0.005	-0.011
Si	36.718	6.762	16.361	-0.006	-0.004	-0.011
Si	33.981	9.514	16.359	-0.002	-0.012	-0.007
Si	36.719	-4.071	16.329	0.005	-0.014	-0.019
Si	39.432	-1.347	16.317	0.002	-0.012	-0.005
Si	-23.079	1.397	16.328	0.015	-0.006	-0.006
Si	-25.827	4.048	16.378	-0.008	0.002	0
Si	-23.094	6.761	16.285	-0.007	-0.009	-0.012
Si	-25.863	9.494	16.296	-0.01	0.005	-0.01
Si	-23.102	-4.058	16.255	0.006	-0.005	-0.019
Si	-20.375	-1.308	16.273	0.021	-0.012	-0.01
Si	-17.651	1.416	16.247	-0.005	0	-0.008
Si	-20.354	4.108	16.326	0.018	-0.011	0.009
Si	-17.621	6.821	16.338	-0.01	0.016	0.008
Si	-20.332	9.504	16.242	-0.012	0.012	-0.013
Si	-17.602	-4.079	16.214	0.003	0.006	-0.018
Si	-14.902	-1.332	16.177	0.004	-0.002	-0.019
Si	-12.203	1.412	16.273	0.007	-0.012	0.002
Si	-14.91	4.128	16.294	0.002	-0.002	-0.002
Si	-12.167	6.831	16.285	0.019	-0.018	0.009
Si	-14.897	9.555	16.286	-0.007	0.002	0.008
Si	-12.186	-4.079	16.253	-0.005	0.004	-0.001
Si	-9.495	-1.332	16.271	0.008	-0.007	-0.019
Si	-6.754	1.386	16.25	-0.015	-0.001	-0.012
Si	-9.51	4.139	16.233	0.001	-0.011	-0.011
Si	-6.761	6.866	16.303	-0.003	0.008	-0.003
Si	-9.464	9.523	16.305	-0.013	-0.001	-0.003
Si	-6.762	-4.048	16.283	-0.007	0.004	-0.007
Si	-4.038	-1.315	16.319	-0.003	0.014	-0.004
Si	-1.332	1.401	16.355	0.01	-0.001	-0.013
Si	-4.055	4.135	16.335	0.011	-0.02	-0.002
Si	-1.306	6.858	16.292	-0.009	0.023	-0.016
Si	-4.031	9.612	16.304	0.007	0.003	-0.007
Si	-1.331	-4.029	16.403	-0.004	0.009	-0.002
Si	2.685	0.06	17.715	0.003	0.005	-0.005
Si	5.41	2.759	17.743	-0.007	-0.009	-0.002
Si	2.737	5.463	17.799	-0.012	-0.016	0.003
Si	5.449	8.231	17.907	-0.014	-0.004	0.012
Si	2.759	-5.419	17.789	0.009	-0.014	0.01
Si	5.486	-2.743	17.756	0.023	0.003	0.011
Si	8.103	0.057	17.679	0.001	0.004	-0.009
Si	10.902	2.708	17.667	-0.02	-0.01	-0.011
Si	8.132	5.48	17.726	-0.015	-0.013	0
Si	10.879	8.193	17.811	-0.001	0.012	-0.002
Si	8.176	10.889	17.87	0.018	0.021	0.005
Si	10.796	-2.676	17.621	0.018	0.005	-0.001
Si	13.6	0.041	17.546	0.001	0.008	-0.023
Si	16.329	2.685	17.754	0.003	0.007	0.04
Si	13.617	5.43	17.778	-0.004	-0.002	0.024
Si	16.28	8.028	17.603	0.028	0.014	0.008
Si	13.49	10.868	17.567	-0.003	0.014	0.015
Si	16.265	-2.709	17.466	0.018	0.017	0.006
Si	19.019	-0.096	17.553	0.02	-0.001	-0.016
Si	21.725	2.696	17.643	-0.027	-0.018	0.005
Si	19.014	5.296	17.589	0.024	-0.008	-0.014
Si	21.77	8.051	17.551	-0.01	-0.016	-0.004
Si	19.032	10.782	17.425	0.027	0.011	0
Si	21.647	-2.765	17.591	-0.01	0.007	-0.011
Si	24.463	0.006	17.599	0.013	-0.009	-0.017
Si	27.167	2.672	17.743	-0.004	-0.008	0
Si	24.428	5.416	17.676	-0.012	0	-0.011
Si	27.122	8.208	17.781	0.023	0.017	0.041
Si	24.395	10.863	17.624	-0.005	-0.022	-0.018
Si	27.178	-2.745	17.726	-0.005	-0.016	0.012
Si	29.922	-0.024	17.779	0.002	-0.001	0.016
Si	32.609	2.677	17.83	-0.004	0.001	-0.009
Si	29.923	5.378	17.728	0.005	-0.007	-0.011
Si	32.607	8.168	17.722	0.016	0.007	0.007
Si	29.85	10.908	17.743	0.018	0.001	-0.022
Si	32.652	-2.746	17.784	-0.011	-0.009	0.007
Si	35.326	0	17.813	-0.015	-0.018	-0.004
Si	38.121	2.675	17.782	0.01	0.018	0.019
Si	35.378	5.379	17.729	0.009	-0.01	-0.012
Si	38.088	8.128	17.703	0.013	0.009	0.011
Si	35.373	10.882	17.685	-0.004	0.027	-0.003
Si	38.054	-2.683	17.686	0.008	0.02	0.014
Si	40.842	-0.002	17.638	-0.009	0.009	-0.016
Si	-21.732	2.783	17.706	-0.033	-0.002	-0.001
Si	-24.428	5.416	17.699	0.031	0	-0.025
Si	-21.702	8.136	17.568	0.013	0.006	-0.013
Si	-24.503	10.914	17.566	0.009	-0.001	-0.018
Si	-21.736	-2.691	17.602	-0.025	0.011	0.004
Si	-19.035	0.103	17.608	-0.016	0.005	0.023
Si	-16.284	2.754	17.618	-0.018	0	-0.001
Si	-18.981	5.451	17.708	0.009	0.011	0.025
Si	-16.251	8.223	17.675	0.005	0.001	-0.005
Si	-18.937	10.863	17.56	0.017	-0.018	0.009
Si	-16.196	-2.731	17.519	0.006	-0.03	-0.006
Si	-13.598	0.026	17.566	-0.025	0.001	0.003
Si	-10.886	2.839	17.619	-0.01	0.02	0.019
Si	-13.545	5.504	17.648	0.001	-0.026	-0.003
Si	-10.785	8.132	17.687	0.027	0.015	0.012
Si	-13.514	10.891	17.652	0.005	0	0.011
Si	-10.848	-2.721	17.614	0.024	0.002	0.018
Si	-8.132	0.05	17.592	-0.001	-0.019	-0.02
Si	-5.414	2.714	17.647	-0.019	0.018	-0.012
Si	-8.133	5.453	17.595	-0.008	0.009	-0.033
Si	-5.41	8.282	17.637	-0.007	-0.012	0.001
Si	-8.117	-5.407	17.647	0.009	0	-0.004
Si	-5.408	-2.69	17.637	-0.008	0.013	-0.009
Si	-2.684	0.031	17.709	0.001	-0.017	0.002
Si	0.013	2.764	17.727	-0.025	-0.042	0.015
Si	-2.672	5.539	17.64	0.002	0	-0.008
Si	0.013	-8.149	17.726	-0.021	-0.015	0.006
Si	-2.701	-5.396	17.751	0.003	0.01	0.02
Si	0.003	-2.653	17.794	-0.001	0.01	-0.001
Si	1.372	1.433	19.134	0.023	0.029	-0.016
Si	4.073	4.07	19.171	-0.02	-0.016	-0.009
Si	1.339	6.813	19.127	-0.021	0.024	-0.012
Si	4.053	-6.709	19.301	0.033	-0.034	-0.008
Si	1.411	-4.026	19.11	-0.014	0.014	-0.015
Si	4.048	-1.366	18.979	-0.024	0.011	-0.032
Si	6.779	1.414	19.087	0.034	0.003	-0.036
Si	9.463	4.015	18.976	-0.02	-0.015	-0.036
Si	6.895	6.851	19.205	0.02	0.018	-0.005
Si	9.581	9.558	19.28	-0.002	0	0.009
Si	6.831	-4.045	19.249	-0.019	0.009	-0.004
Si	9.45	-1.308	18.993	-0.012	-0.021	-0.018
Si	12.355	1.392	18.987	0.019	0.027	-0.028
Si	14.982	4.067	19.184	0.004	-0.006	-0.023
Si	12.271	6.833	19.159	0.061	0.019	-0.012
Si	14.806	9.398	18.82	-0.042	-0.038	-0.055
Si	12.165	-4.032	18.925	-0.003	-0.019	-0.044
Si	14.958	-1.319	18.841	-0.007	0	-0.016
Si	17.771	1.231	18.987	-0.003	0.009	-0.022
Si	20.32	3.974	19.041	-0.028	0.001	-0.002
Si	17.645	6.597	18.937	-0.031	-0.014	-0.025
Si	20.347	9.393	18.781	-0.008	0	-0.046
Si	17.654	-4.143	18.649	0.019	-0.008	-0.062
Si	20.249	-1.483	18.99	-0.054	-0.026	-0.025
Si	23.095	1.329	18.961	0.048	-0.009	-0.01
Si	25.742	4.033	19.048	-0.011	0.001	-0.02
Si	23.069	6.767	19.042	0	0.007	-0.005
Si	25.738	9.686	19.125	0.015	0.037	-0.003
Si	22.913	-4.187	18.931	-0.008	-0.05	-0.005
Si	25.76	-1.355	18.982	-0.002	0.037	-0.024
Si	28.538	1.326	19.144	0.043	0.016	-0.039
Si	31.21	4.014	19.2	-0.039	-0.009	-0.023
Si	28.547	6.758	19.015	-0.01	0.018	-0.034
Si	31.232	9.565	19.07	0.029	-0.002	-0.037
Si	28.523	-4.062	19.178	0.001	-0.005	-0.006
Si	31.282	-1.4	19.159	-0.008	0.026	-0.039
Si	33.977	1.349	19.245	0.028	-0.004	0.006
Si	36.723	4.018	19.142	-0.022	-0.008	-0.025
Si	34	6.774	19.019	-0.004	-0.001	-0.039
Si	36.729	9.528	19.029	-0.002	-0.002	-0.022
Si	34.065	-4.112	19.121	0	0.002	-0.02
Si	36.703	-1.374	19.141	0.003	-0.023	-0.011
Si	39.585	1.324	19.099	0.015	0.006	0.001
Si	-23.06	4.138	19.144	0.038	-0.014	0.006
Si	39.484	6.759	19.035	-0.019	0.015	-0.009
Si	-23.109	9.523	18.804	-0.024	-0.007	-0.037
Si	39.459	-4.043	18.965	0.002	-0.026	-0.029
Si	42.173	-1.362	18.991	0.001	-0.01	-0.007
Si	-20.397	1.432	19.068	0.05	-0.015	-0.009
Si	-17.58	4.081	19.059	-0.016	0.001	-0.022
Si	-20.366	6.854	19.022	-0.026	-0.007	-0.025
Si	-17.599	9.597	19.036	0.011	0.017	-0.017
Si	-20.305	-4.077	18.828	-0.01	0.001	-0.027
Si	-17.557	-1.307	18.741	0.025	0.01	-0.038
Si	-14.922	1.394	18.954	0.001	0.006	-0.013
Si	-12.256	4.156	19.069	0.017	-0.016	-0.015
Si	-14.838	6.907	19.021	0.008	0.025	0.011
Si	-12.138	9.519	19.015	-0.016	0.012	-0.038
Si	-14.878	-4.043	18.988	0.019	0.025	-0.023
Si	-12.292	-1.385	18.889	-0.033	-0.028	-0.022
Si	-9.486	1.47	18.878	0.043	0.012	-0.021
Si	-6.802	4.084	18.937	-0.017	-0.04	-0.037
Si	-9.42	6.735	19.059	-0.024	-0.006	0.003
Si	-6.734	9.628	19.049	0.016	0.003	-0.024
Si	-9.489	-4.072	18.997	-0.003	0.01	-0.015
Si	-6.791	-1.333	18.944	-0.001	-0.02	-0.039
Si	-4.058	1.381	19.042	0.015	-0.009	-0.01
Si	-1.376	4.157	19.02	0.014	0.001	-0.031
Si	-4.011	6.954	18.948	0.02	0.037	-0.027
Si	-1.335	-6.8	19.095	-0.025	-0.009	-0.035
Si	-4.071	-3.987	19.078	-0.014	-0.019	-0.031
Si	-1.381	-1.293	19.166	0.005	-0.005	-0.016
Si	0.003	0.074	20.497	-0.008	-0.026	0.032
Si	2.691	2.787	20.615	-0.018	-0.017	0.053
Si	-0.019	5.442	20.463	0.006	-0.015	0.046
Si	2.627	8.134	20.571	0.017	0.023	0.061
Si	0.055	-5.418	20.4	-0.036	-0.019	0.048
Si	2.797	-2.687	20.462	0.025	-0.021	0.037
Si	5.331	0.041	20.294	-0.016	0.006	0.069
Si	8.184	2.691	20.483	0.006	-0.022	0.047
Si	5.523	5.381	20.457	0.018	-0.014	0.046
Si	8.287	8.165	20.721	-0.007	0.007	0.047
Si	5.446	-5.32	20.729	-0.017	-0.004	0.022
Si	8.181	-2.562	20.538	-0.029	0.003	0.046
Si	10.915	0.04	20.192	-0.003	0.003	0.035
Si	13.693	2.603	20.546	0.045	-0.022	0.043
Si	10.857	5.329	20.272	-0.012	-0.001	0.04
Si	13.632	8.256	20.534	-0.026	0.008	0.088
Si	10.958	11.056	20.528	-0.039	0.005	0.077
Si	13.565	-2.63	20.145	-0.058	0.018	0.046
Si	16.41	-0.17	20.263	0.025	0.024	0.064
Si	19.076	2.518	20.475	0.063	-0.011	0.033
Si	16.397	5.411	20.562	-0.004	-0.016	0.089
Si	19.037	8.001	20.116	0.042	-0.013	0.027
Si	16.246	10.83	19.859	-0.012	0.001	-0.005
Si	18.885	-3.008	20.24	0.06	0.018	0.079
Si	21.619	0	20.199	-0.023	0.028	0.05
Si	24.391	2.646	20.435	0.004	-0.004	0.027
Si	21.652	5.377	20.368	0.025	0.023	0.049
Si	24.357	8.254	20.386	-0.027	-0.011	0.023
Si	21.534	10.725	20.261	0.009	0.032	0.075
Si	24.15	-2.632	20.118	0.004	0.059	0.025
Si	27.204	-0.157	20.425	0.003	-0.022	0.014
Si	29.811	2.713	20.658	-0.007	-0.021	0.051
Si	27.135	5.423	20.339	-0.002	-0.008	0.069
Si	29.819	8.202	20.359	-0.039	0.018	0.04
Si	26.997	11.166	20.61	-0.067	0.003	0.067
Si	29.97	-2.789	20.569	0.019	-0.011	0.065
Si	32.598	-0.038	20.586	-0.015	-0.012	0.05
Si	35.366	2.686	20.638	0.021	0.014	0.024
Si	32.633	5.433	20.412	-0.011	-0.011	0.038
Si	35.362	8.166	20.353	0.001	0.009	0.064
Si	32.67	10.858	20.452	-0.008	-0.003	0.054
Si	35.386	-2.77	20.576	0.015	0.01	0.052
Si	38.169	-0.023	20.417	-0.004	-0.007	0.01
Si	40.95	2.692	20.526	-0.023	-0.02	0.057
Si	38.182	5.376	20.425	0.017	-0.021	0.057
Si	40.859	8.212	20.244	0.038	0.012	0.083
Si	38.108	10.912	20.322	-0.005	0.013	0.082
Si	40.825	-2.711	20.362	0.018	0.053	0.042
Si	43.498	-0.02	20.366	-0.03	0.022	0.064
Si	-18.999	2.784	20.464	-0.003	0.015	0.028
Si	-21.73	5.579	20.503	-0.008	0.023	0.064
Si	-18.983	8.241	20.353	-0.003	0.003	0.035
Si	-21.706	10.875	20.072	-0.008	-0.004	0.031
Si	-18.871	-2.693	20.021	0.026	-0.02	0.059
Si	-16.273	-0.02	20.217	-0.004	-0.012	0.044
Si	-13.663	2.755	20.394	0.018	0.043	0.084
Si	-16.169	5.529	20.33	-0.046	-0.035	0.053
Si	-13.471	8.206	20.46	0.018	-0.007	0.046
Si	-16.213	10.943	20.408	0.005	-0.009	0.044
Si	-13.535	-2.688	20.405	-0.017	-0.012	0.057
Si	-10.99	0.108	20.041	-0.014	0.046	0.031
Si	-8.151	2.78	20.351	0.019	0.048	0.052
Si	-10.841	5.435	20.488	0.023	0.025	0.033
Si	-7.984	8.14	20.334	0.031	0.005	0.05
Si	-10.764	-5.462	20.386	0.006	-0.024	0.06
Si	-8.174	-2.667	20.316	0.022	-0.003	0.075
Si	-5.412	-0.028	20.332	0.025	-0.024	0.053
Si	-2.755	2.81	20.369	-0.024	0.024	0.047
Si	-5.348	5.468	20.102	0.024	-0.035	0.024
Si	-2.754	-8.084	20.498	0	0.015	0.025
Si	-5.469	-5.282	20.478	-0.027	-0.002	0.061
Si	-2.752	-2.657	20.534	0.011	0.012	0.033
Si	1.602	-1.154	21.72	-0.271	-0.086	-0.718
Si	3.806	1.053	21.754	0.072	0.274	-0.731
Si	1.086	3.948	21.954	0.194	0.173	-0.692
Si	4.317	6.926	21.695	-0.345	-0.268	-0.664
Si	1.322	-6.711	21.896	0.013	-0.186	-0.735
Si	4.356	-3.591	22.027	-0.144	-0.368	-0.724
Si	6.513	-1.328	21.716	0.276	0.001	-0.684
Si	9.859	1.503	21.641	-0.232	-0.059	-0.688
Si	7.095	4.274	21.84	-0.179	-0.147	-0.664
Si	9.45	6.377	21.828	0.123	0.287	-0.708
Si	6.529	-7.064	21.941	0.462	0.389	-0.553
Si	9.867	-3.588	21.843	-0.17	-0.231	-0.686
Si	12.095	-1.425	21.519	0.178	0.027	-0.711
Si	15.405	1.35	21.701	-0.286	-0.017	-0.682
Si	11.987	3.8	21.637	0.243	0.052	-0.683
Si	15.412	7.26	21.747	-0.202	-0.237	-0.776
Si	12.75	10.136	21.769	-0.133	-0.233	-0.719
Si	14.993	-4.095	21.186	-0.026	0.014	-0.486
Si	17.248	-2.008	21.527	0.065	0.161	-0.672
Si	20.769	1.419	21.822	-0.425	-0.094	-0.56
Si	17.541	3.665	21.788	0.046	0.222	-0.655
Si	20.513	6.99	21.652	-0.186	-0.191	-0.699
Si	17.536	9.418	21.119	0.003	-0.02	-0.58
Si	19.709	-4.816	21.531	0.207	0.234	-0.819
Si	22.652	-1.502	21.549	0.154	0.013	-0.634
Si	25.994	1.401	21.641	-0.238	-0.171	-0.724
Si	22.797	3.846	21.715	0.185	0.059	-0.686
Si	25.991	7.072	21.527	-0.149	-0.086	-0.782
Si	22.673	9.283	21.691	0.288	0.205	-0.728
Si	25.441	-3.447	21.779	0.361	-0.154	-0.635
Si	28.74	-1.294	21.892	-0.168	-0.104	-0.673
Si	30.92	1.014	21.901	0.129	0.159	-0.752
Si	28.033	3.844	21.853	0.433	0.215	-0.684
Si	31.418	7.014	21.624	-0.156	-0.063	-0.631
Si	28.149	9.356	21.604	0.111	0.163	-0.728
Si	31.652	-3.882	21.868	-0.164	-0.1	-0.697
Si	33.822	-1.582	21.906	0.167	0.158	-0.745
Si	37.067	1.488	21.816	-0.208	-0.035	-0.681
Si	34.265	4.454	21.821	-0.269	-0.393	-0.602
Si	36.612	6.644	21.589	0.224	0.193	-0.703
Si	33.726	9.172	21.706	0.132	0.171	-0.704
Si	37.038	-3.96	21.821	-0.287	-0.135	-0.718
Si	39.214	-1.661	21.741	0.256	0.215	-0.731
Si	42.365	1.363	21.938	-0.16	-0.056	-0.687
Si	39.275	3.753	21.782	0.082	0.105	-0.7
Si	42.391	7.286	21.734	-0.04	-0.315	-0.714
Si	39.792	9.845	21.51	-0.178	-0.178	-0.768
Si	42.099	-4.337	21.452	0.11	0.308	-0.672
Si	45.22	-1.251	21.343	-0.261	-0.063	-0.735
Si	-17.913	0.985	21.537	0.185	0.357	-0.786
Si	-20.031	4.524	21.74	-0.215	-0.302	-0.773
Si	-17.749	6.679	21.586	0.094	0.246	-0.73
Si	-20.632	9.434	21.518	0.216	-0.017	-0.69
Si	-17.376	-3.661	21.515	0.019	-0.267	-0.782
Si	-15.144	-1.494	21.674	0.254	0.157	-0.742
Si	-12.074	1.5	21.562	-0.316	-0.126	-0.747
Si	-14.952	4.162	21.807	0.104	0.044	-0.743
Si	-11.854	7.117	21.826	-0.23	-0.281	-0.746
Si	-14.602	9.818	21.745	-0.204	-0.12	-0.725
Si	-12.358	-4.309	21.67	0.075	0.087	-0.688
Si	-9.474	-1.008	21.311	-0.104	-0.37	-0.655
Si	-7.057	1.081	21.52	0.295	0.375	-0.582
Si	-9.826	3.689	21.728	0.243	0.33	-0.679
Si	-6.659	6.617	21.582	0.209	0.407	-0.539
Si	-9.535	9.245	21.632	0.012	0.241	-0.693
Si	-6.674	-3.698	21.804	-0.081	-0.173	-0.73
Si	-4.397	-1.528	21.841	0.236	0.059	-0.721
Si	-1.146	1.764	21.666	0.012	-0.147	-0.712
Si	-3.972	4.392	21.623	-0.145	-0.353	-0.673
Si	-1.666	6.533	21.705	0.188	0.307	-0.789
Si	-3.858	-6.397	21.766	-0.178	-0.237	-0.723
Si	-1.521	-4.299	21.694	0.059	0.26	-0.71
Si	-7.125	0.359	24.378	-0.178	0.063	-0.13
Si	10.197	7.664	-4.914	0.014	0.003	0.009
Si	1.611	5.489	24.74	-0.048	-0.166	-0.069
Si	-2.044	-7.446	-6.934	-0.077	-0.091	-0.014
Si	3.064	-5.265	24.12	-0.066	0.09	0.093
Si	6.209	3.76	24.809	-0.058	-0.018	-0.156
Si	8.273	-0.049	23.839	0.018	0.055	-0.04
Si	12.429	0.82	25.759	-0.063	-0.066	0.05
Si	5.643	-6.996	24.846	0.092	-0.166	-0.077
Si	20.379	-7.398	25.949	0.001	0.04	0.019
Si	11.353	5.488	23.946	-0.029	0.053	-0.043
Si	12.672	-6.047	24.728	-0.064	0.158	-0.045
Si	19.011	3.597	24.531	0.016	0.089	-0.192
Si	20.825	3.676	-4.57	-0.07	0.095	0.014
Si	13.958	-3.197	25.222	0.033	0.019	-0.025
Si	15.353	-7.017	25.728	0.021	0.095	-0.015
Si	22.252	-0.676	-4.836	-0.006	0.132	0.028
Si	16.535	2.148	-5.422	0.103	0.005	-0.062
Si	18.632	-2.955	-2.111	-0.089	-0.11	0.068
Si	32.537	7.474	-4.209	-0.117	-0.061	-0.058
Si	14.623	-6.181	-4.577	-0.12	0	0.098
Si	19.009	7.025	24.367	0.085	0.076	-0.057
Si	15.97	6.609	24.534	-0.087	0.013	-0.103
Si	25.387	-4.291	25.869	0.111	0.03	-0.087
Si	22.847	7.215	25.93	-0.06	0.049	-0.112
Si	28.547	2.113	26.114	0.031	0.029	-0.037
Si	27.045	4.144	24.642	0.025	0.025	-0.196
Si	-32.317	7.224	25.917	0.099	-0.023	-0.027
Si	24.711	-2.353	-5.184	0.004	0.058	-0.091
Si	31.15	1.601	24.873	-0.047	0.058	-0.073
Si	27.603	-1.127	-2.879	-0.029	0.03	0.143
Si	-30.816	4.811	24.808	-0.049	-0.004	-0.198
Si	20.528	5.448	-7.051	0.02	-0.084	-0.107
Si	30.447	6.678	24.454	0.023	-0.033	-0.036
Si	31.239	-0.268	-6.357	-0.09	0.083	-0.069
Si	-28.4	-5.073	24.818	0.011	0.027	-0.288
Si	-26.693	2.985	-6.677	-0.047	-0.033	-0.067
Si	-30.043	-3.035	-1.77	-0.069	0.1	0.034
Si	-31.615	-2.091	-5.547	0.191	-0.1	0.034
Si	-23.317	-5.06	25.889	-0.052	0.001	0.018
Si	31.381	-5.109	24.76	-0.02	0.015	-0.185
Si	-29.616	2.121	26.026	0.079	0.011	-0.11
Si	-24.403	1.495	-5.292	0.021	0.148	0.074
Si	-20.964	2.784	23.952	0.028	-0.064	-0.079
Si	-25.672	-6.579	24.538	0.052	0.018	-0.084
Si	-24.105	-5.434	-4.735	-0.04	-0.025	0.101
Si	-22.82	-2.075	25.985	-0.042	-0.016	-0.112
Si	-16.212	-0.71	-2.257	0.118	0.008	0.048
Si	-16.332	2.298	23.673	0.021	-0.035	-0.101
Si	-19.544	2.242	-2.133	0.026	0.027	-0.04
Si	-21.823	-2.519	23.336	-0.001	-0.055	-0.047
Si	-16.658	-7.656	23.637	0.091	-0.047	-0.1
Si	-18.822	-5.41	23.473	-0.013	-0.077	-0.095
Si	-20.508	-6.175	-2.861	0.104	-0.008	0.057
Si	-14.816	1.252	-4.063	0.082	-0.017	-0.056
Si	-10.704	-2.407	-4.528	0.04	0.094	-0.01
Si	-22.384	2.946	-6.642	0.066	0.006	-0.067
Si	-9.727	5.133	-5.578	0.012	0.009	0.068
Si	-12.14	-4.435	-6.332	-0.114	0.072	0.058
Si	-7.026	-6.662	-4.111	0.001	-0.081	0.058
Si	-5.694	-0.374	-6.617	-0.086	-0.027	0.095
Si	-2.402	-0.148	23.641	-0.161	-0.01	0.034
Si	-9.274	7.187	25.542	-0.041	0.064	-0.034
Si	-8.347	5.257	23.51	0.056	-0.027	0.085
Si	-8.322	-5.403	23.906	0.037	0.102	-0.095
Si	-9.719	-6.535	-2.743	0.006	-0.005	0.047
Si	-2.362	3.815	-4.501	0.009	-0.038	0.035
Si	8.167	2.31	-7.09	0.057	-0.007	-0.113
Si	-0.105	7.859	23.998	-0.063	0.034	-0.048
Si	-0.155	-6.623	-4.693	0.081	-0.077	0.011
Si	-3.532	5.98	-2.9	0.082	-0.115	0.195
Si	-0.706	-2.596	-6.526	-0.084	-0.018	-0.001
Si	4.35	1.343	24.763	0.018	-0.135	-0.058
Si	-0.996	4.183	25.969	0.061	0.082	-0.011
Si	-3.211	6.27	25.387	-0.016	0.1	0.105
Si	12.143	-4.348	-4.271	-0.078	0.013	-0.133
Si	0.373	-5.069	-2.133	0.146	-0.117	0.191
Si	4.312	-0.467	-6.41	0.051	0.02	-0.111
Si	6.548	1.006	-4.68	-0.051	-0.094	-0.053
Si	1.881	1.108	-6.953	0.088	-0.046	-0.063
Si	4.475	6.323	24.754	-0.063	0.19	-0.027
Si	11.366	-1.659	-7.061	-0.047	-0.021	-0.181
Si	10.335	-0.461	-1.947	-0.108	0.106	0.15
Si	8.996	-3.056	24.675	0.013	-0.031	-0.031
Si	13.701	1.095	-4.726	-0.007	0.102	0.053
Si	16.601	4.716	-6.934	-0.045	-0.075	-0.001
Si	13.013	7.412	-4.185	-0.01	-0.006	-0.1
Si	21.059	-3.268	23.57	0.041	0.122	0.074
Si	12.029	-1.249	-4.264	-0.03	-0.044	0.058
Si	14.035	-0.538	23.718	0.011	-0.07	-0.111
Si	16.696	-4.507	25.534	0.02	0.127	-0.06
Si	18.194	3.731	-3.224	-0.043	-0.125	0.14
Si	27.181	-6.278	-6.525	-0.052	-0.017	-0.025
Si	22.464	1.877	-6.397	0.048	0.06	-0.051
Si	19.029	-4.99	-5.917	0.022	-0.194	-0.1
Si	25.876	-0.305	-7.097	-0.038	-0.063	-0.046
Si	24.872	-0.788	23.396	0.058	-0.12	-0.108
Si	28.073	6.844	-3.664	0.05	0.211	-0.092
Si	25.12	7.822	-5.429	0.079	0.061	-0.007
Si	26.821	5.331	-5.941	0.021	-0.067	0.137
Si	24.46	5.484	23.801	-0.03	-0.028	-0.003
Si	22.82	5.201	-2.767	-0.084	0.009	0.191
Si	25.36	0.92	-2.786	0.001	0.042	0
Si	30.648	4.35	-6.974	0.072	-0.061	-0.08
Si	25.332	2.438	-5.63	-0.054	0.081	0.054
Si	-20.353	-5.597	25.948	-0.051	-0.009	0.115
Si	29.718	-5.21	-5.042	-0.067	0.07	0.092
Si	29.89	-2.915	-6.861	0.028	0.019	0.005
Si	30.104	2.876	-2.302	0.035	-0.054	0.146
Si	-28.179	6.57	24.497	0.051	-0.018	-0.125
Si	-32.588	-5.065	-4.879	-0.001	0.251	-0.02
Si	-25.588	4.752	24.65	-0.027	0.022	-0.115
Si	27.58	-2.401	24.712	-0.044	0.051	-0.007
Si	-24.086	-0.658	23.697	0.043	0.049	0.099
Si	-29.636	-0.19	24.133	-0.004	-0.074	-0.179
Si	-27.518	5.09	-1.783	-0.091	0.019	0.133
Si	-31.086	-6.568	24.71	-0.092	0.024	-0.143
Si	-21.206	7.792	26.096	-0.106	-0.032	-0.129
Si	-29.214	-1.577	-4.137	0.043	0.068	0.004
Si	-17.037	-3.548	-3.118	0.029	-0.028	0.164
Si	-23.22	4.025	-4.231	0.016	-0.017	-0.02
Si	-15.303	4.162	-2.829	-0.078	-0.071	0.094
Si	-17.761	5.843	-2.877	-0.01	0.075	0.167
Si	-19.764	-3.897	-4.53	0.031	0.061	-0.106
Si	-17.005	7.961	-6.673	-0.049	0.002	-0.144
Si	-19.334	5.832	-6.779	0.001	0.069	0.123
Si	-10.442	0.487	-1.856	-0.088	-0.06	0.108
Si	-10.759	7.257	-3.836	-0.012	0.041	-0.075
Si	-13.589	6.449	-3.74	-0.048	0.19	-0.069
Si	-11.602	-7.519	-6.517	0.012	-0.1	-0.027
Si	-13.903	0.419	23.807	-0.047	-0.085	-0.169
Si	-12.098	0.122	-4.289	-0.128	0.032	0.043
Si	-9.673	-1.174	24.231	0.063	0.043	-0.079
Si	-6.378	6.771	-3.039	-0.082	0.012	0.074
Si	-8.406	-0.277	-5.077	0.059	0.066	0.014
Si	0.055	0.447	-2.31	0.1	0.016	0.107
Si	-6.924	-7.115	26.06	-0.022	0.038	-0.085
Si	-10.953	-3.835	24.419	0.032	0.024	-0.159
Si	-3.445	-1.996	-5.565	0.031	-0.076	-0.03
Si	-1.302	-0.162	-4.944	0.077	-0.088	-0.004
Si	-11.61	3.453	26.019	-0.111	-0.038	-0.041
Si	0.131	4.309	-2.867	-0.114	-0.071	0.186
Si	-0.312	-2.368	23.661	-0.003	-0.107	-0.021
Si	-5.554	5.317	23.953	0.005	0.101	-0.167
Si	-0.967	1.122	25.903	-0.118	0.002	-0.092
Si	4.702	2.592	-2.947	-0.029	0.012	0.218
Si	1.914	2.168	-4.105	-0.063	-0.082	0.053
Si	7.637	-4.891	-6.965	-0.181	-0.016	-0.089
Si	10.422	-5.866	-6.333	0.103	-0.014	0.175
Si	2.839	-3.096	-2.181	0.058	-0.057	0.058
Si	7.541	-1.322	-2.811	-0.076	0.067	0.147
Si	3.885	-3.168	-4.982	-0.026	0.148	0.025
Si	5.569	5.355	-2.074	-0.013	0.06	0.027
Si	7.814	-6.473	-2.468	0.06	0.115	0.058
Si	6.669	-4.115	-4.112	0.021	0.041	0.046
Si	10.629	-5.663	-1.936	-0.157	0.044	0.125
Si	16.407	-5.115	-2.181	-0.019	0.076	0.178
Si	19.642	-2.101	-4.892	-0.102	0.039	0.083
Si	13.799	2.943	-2.232	-0.012	0.049	0.126
Si	10.936	3.296	25.777	-0.062	0.091	0.011
Si	7.96	7.024	-2.915	0.116	-0.074	0.3
Si	18.365	-2.224	24.343	0.108	-0.046	0.001
Si	20.498	1.046	24.763	0.094	-0.032	-0.062
Si	14.879	5.785	-2.6	-0.014	-0.08	0.057
Si	11.961	6.037	-6.596	0.089	0.014	0.096
Si	17.329	6.377	-4.412	-0.006	0.001	0.031
Si	18.435	-0.054	-6.721	-0.013	0.128	-0.016
Si	23.514	-4.988	23.798	-0.243	0.054	-0.056
Si	22.315	0.251	-2.058	-0.016	-0.007	0.139
Si	21.445	7.799	-2.318	-0.016	0.106	0.138
Si	19.398	-7.575	-4.524	0.072	-0.032	-0.002
Si	-30.374	3.262	-4.577	0.074	0.149	0.02
Si	25.281	6.674	-2.75	-0.101	0.168	0.071
Si	26.428	-3.882	-3.104	0.03	0.023	0.138
Si	28.062	-6.301	-3.032	-0.025	-0.164	0.161
Si	32.087	4.501	-4.209	-0.068	-0.082	0.037
Si	28.985	-7.029	24.474	0.088	0.032	0
Si	-30.591	-7.092	-4.68	0.041	0.038	0.023
Si	30.468	7.533	-2.211	-0.083	0.165	0.125
Si	-32.365	-5.186	-1.792	0.037	0.004	0.162
Si	-29.09	-2.174	-7.07	-0.1	0.081	-0.007
Si	-28.303	8.064	-6.098	0.06	0.033	0.048
Si	-24.208	6.532	-2.969	0.077	-0.066	0.172
Si	-26.207	-3.769	-4.14	0.078	0.069	0.077
Si	-27.944	-6.104	-4.128	0.045	0.023	-0.128
Si	29.169	0.951	-4.592	0.033	0.04	0.061
Si	-29.878	3.104	-1.672	-0.116	0.052	-0.059
Si	-25.635	-7.346	-2.735	0.067	0.048	0.053
Si	-28.025	5.192	-4.841	-0.218	-0.015	0.028
Si	-20.466	5.386	-3.805	-0.061	0.001	-0.063
Si	-23.859	-3.57	-2.673	-0.049	0.022	0.129
Si	-27.211	-0.332	-2.052	-0.125	-0.084	0.098
Si	-21.563	-0.04	-1.987	-0.031	0.052	0.071
Si	-25.032	-1.064	-3.774	0.005	-0.154	0.088
Si	-23.993	7.231	24.706	0.026	0.028	-0.169
Si	-14.053	7.062	-6.638	0.04	-0.02	-0.111
Si	-21.858	7.903	-4.101	0.043	-0.019	0.12
Si	-21.043	-0.975	-4.861	0.082	0.006	0.044
Si	-18.547	2.71	25.62	-0.024	-0.108	-0.101
Si	-13.365	1.308	-6.637	-0.046	-0.025	-0.001
Si	-17.872	-7.593	-4.011	0.004	-0.038	0.067
Si	-15.063	-7.201	-2.999	0.145	-0.075	0.071
Si	-14.188	-4.617	-4.158	-0.054	-0.019	0.017
Si	-19.751	1.773	-5.244	-0.072	-0.084	0.128
Si	-11.581	-4.346	-2.619	-0.03	-0.009	0.041
Si	-8.542	3.003	-1.768	-0.072	0.172	-0.067
Si	-7.23	4.01	-4.396	0.013	0.051	0.039
Si	-13.057	5.421	24.107	-0.026	-0.008	-0.126
Si	-4.61	-2.246	-2.81	0.046	0.139	0.024
Si	-4.177	-7.477	24.607	0.03	0.053	-0.052
Si	-4.887	2.024	-4.778	-0.05	0.053	0.095
Si	-6.368	0.164	-2.893	-0.016	-0.059	0.044
Si	-0.638	7.138	-2.911	-0.056	0.128	0.101
Si	1.515	-4.803	-6.383	0.067	-0.048	-0.149
Si	-9.463	1.189	25.927	0.063	-0.083	0.011
Si	-5.441	-5.159	-1.956	-0.052	-0.018	0.03
Si	1.394	-1.308	5.417	-0.013	-0.022	0.001
Si	4.068	1.417	5.431	0.002	-0.009	0
Si	1.394	4.141	5.456	0.011	0.009	0.005
Si	4.1	6.85	5.464	0.011	0.001	0.006
Si	1.409	9.577	5.456	0.005	0.007	-0.006
Si	4.067	12.308	5.459	0.004	0.017	-0.003
Si	6.749	-1.303	5.525	0.003	-0.004	0.009
Si	9.488	1.391	5.483	0.002	-0.002	-0.01
Si	6.772	4.09	5.444	-0.001	-0.014	-0.003
Si	9.473	6.778	5.506	0.003	0.002	0.002
Si	6.791	9.546	5.48	-0.004	0.005	0.004
Si	9.484	12.246	5.474	-0.005	-0.005	-0.01
Si	12.197	-1.35	5.462	0.012	-0.003	0.011
Si	14.935	1.362	5.419	0.008	-0.012	-0.004
Si	12.254	4.041	5.478	0.01	-0.005	0.001
Si	14.902	6.793	5.419	-0.01	0.002	-0.004
Si	12.215	9.475	5.532	0	-0.022	0.01
Si	14.922	12.249	5.496	-0.008	-0.002	-0.002
Si	17.64	-1.352	5.453	-0.006	0.001	0.002
Si	20.387	1.37	5.407	-0.009	0.001	0.008
Si	17.631	4.068	5.411	0.005	-0.002	0.002
Si	20.351	6.805	5.444	-0.012	0.011	0.006
Si	17.605	9.502	5.429	0.004	0.004	0.01
Si	20.364	12.25	5.433	-0.001	-0.012	0.01
Si	23.1	-1.397	5.369	0.002	-0.008	-0.007
Si	25.848	1.338	5.42	0	-0.002	0.01
Si	23.088	4.083	5.404	0.009	0	0.008
Si	25.806	6.823	5.402	-0.011	-0.016	0.011
Si	23.114	9.514	5.417	-0.002	0.01	0.005
Si	25.799	12.236	5.375	-0.015	0.006	0.012
Si	28.532	-1.378	5.393	-0.006	-0.002	-0.003
Si	31.247	1.333	5.457	0.017	0.02	0.003
Si	28.538	4.066	5.431	0	0.012	0.006
Si	31.256	6.775	5.448	0.018	-0.004	0.005
Si	28.496	9.513	5.399	-0.008	0.025	-0.004
Si	31.227	12.237	5.436	0.009	0.02	0
Si	33.948	-1.403	5.518	-0.01	0.013	0.007
Si	36.713	1.339	5.518	-0.006	0.011	0.009
Si	33.981	4.039	5.485	-0.001	0.013	0.014
Si	-28.54	6.76	5.527	0.005	-0.01	0.007
Si	33.971	9.517	5.476	-0.01	-0.003	-0.006
Si	-28.585	12.187	5.535	0	0.012	0.013
Si	-25.834	-1.389	5.517	0.006	-0.005	0.009
Si	-23.112	1.324	5.474	-0.006	-0.018	0.005
Si	-25.833	4.05	5.502	0.002	0.002	0.013
Si	-23.097	6.762	5.445	-0.008	-0.009	0.011
Si	-25.804	9.435	5.516	0.005	-0.018	0.007
Si	-23.055	12.186	5.464	0.008	0.004	0.006
Si	-20.379	-1.406	5.404	0.018	-0.025	-0.005
Si	-17.692	1.327	5.412	0.003	0.004	0.008
Si	-20.368	4.038	5.43	0.01	0.008	0.001
Si	-17.688	6.775	5.388	-0.011	-0.004	-0.001
Si	-20.338	9.444	5.409	0.001	-0.024	-0.001
Si	-17.658	12.23	5.399	0.002	-0.002	0.001
Si	-14.937	-1.405	5.409	0.01	-0.017	0.001
Si	-12.195	1.377	5.461	-0.002	-0.012	0.011
Si	-14.96	4.059	5.421	0.015	0.017	0.016
Si	-12.208	6.815	5.453	-0.007	0.012	0.027
Si	-14.927	9.517	5.428	0.018	0.003	0.011
Si	-12.25	12.296	5.477	-0.017	0.005	0.03
Si	-9.437	-1.265	5.412	-0.022	-0.005	0.003
Si	-6.718	1.429	5.358	-0.018	-0.006	0
Si	-9.426	4.108	5.399	-0.007	-0.021	-0.007
Si	-6.691	6.825	5.413	0.012	0.005	0.006
Si	-9.434	9.562	5.47	0.003	-0.013	0.021
Si	-6.72	12.312	5.44	-0.008	0	0.009
Si	-3.988	-1.263	5.367	0.003	0.008	-0.002
Si	-1.3	1.446	5.396	-0.01	0.041	0.002
Si	-4.044	4.135	5.371	-0.007	0.02	0
Si	-1.317	6.884	5.456	-0.005	0.007	0.011
Si	-3.991	-6.73	5.433	-0.005	-0.001	0.007
Si	-1.309	-3.96	5.415	-0.019	0.014	0
Si	2.725	0.054	6.8	0.007	0.002	-0.004
Si	5.427	2.745	6.821	0.006	0.005	0.002
Si	2.748	5.489	6.825	0.001	-0.005	0.002
Si	5.437	8.197	6.842	-0.009	0.006	0.004
Si	2.731	10.942	6.829	-0.001	-0.001	0
Si	5.416	-2.69	6.857	0.016	-0.004	0.005
Si	8.129	0.047	6.855	-0.013	0.008	0.003
Si	10.858	2.726	6.84	0.004	0	-0.006
Si	8.113	5.43	6.845	0.001	0.015	-0.004
Si	10.834	8.133	6.863	0.004	0.005	0.009
Si	8.135	10.9	6.846	0.003	-0.001	0.005
Si	10.839	-2.707	6.827	0.003	0.009	-0.006
Si	13.578	0.002	6.799	0	-0.002	-0.007
Si	16.286	2.716	6.788	-0.008	0.009	0.003
Si	13.578	5.435	6.817	-0.001	-0.003	0
Si	16.258	8.15	6.795	-0.005	0.006	-0.011
Si	13.566	10.878	6.845	0.01	0	-0.002
Si	16.298	-2.718	6.826	0.001	0.002	-0.003
Si	19.025	0.008	6.777	-0.005	0.003	0
Si	21.749	2.714	6.774	0.002	0.001	-0.007
Si	19	5.421	6.779	-0.001	0.001	-0.001
Si	21.744	8.155	6.778	0.01	-0.014	0.004
Si	19.006	10.856	6.77	0.008	-0.003	-0.007
Si	21.741	-2.72	6.776	-0.008	0.005	-0.006
Si	24.47	-0.039	6.747	0.013	-0.006	-0.005
Si	27.187	2.704	6.795	0	-0.009	0.007
Si	24.456	5.442	6.761	-0.004	0.006	0.003
Si	27.169	8.153	6.787	-0.001	-0.001	-0.009
Si	24.461	10.884	6.772	-0.005	0.004	0.001
Si	27.177	-2.744	6.756	0.006	-0.006	-0.001
Si	29.886	-0.035	6.797	0.002	-0.017	-0.006
Si	32.612	2.683	6.834	0.012	0.003	0.004
Si	29.898	5.417	6.808	0.006	0.001	0.002
Si	32.614	8.136	6.818	-0.002	-0.004	0.003
Si	29.872	10.858	6.779	-0.005	-0.004	-0.004
Si	32.578	-2.755	6.851	0.002	-0.009	0
Si	35.334	-0.031	6.85	-0.004	-0.01	-0.001
Si	-27.207	2.703	6.864	0	0.003	-0.006
Si	-29.937	5.403	6.85	-0.003	-0.003	-0.001
Si	-27.181	8.108	6.885	-0.002	0.005	0
Si	-29.954	10.84	6.877	0.003	-0.002	-0.005
Si	-27.213	-2.748	6.859	-0.011	-0.002	0.006
Si	-24.469	-0.024	6.851	-0.005	0.01	0
Si	-21.745	2.7	6.805	-0.005	0.007	-0.003
Si	-24.459	5.418	6.831	-0.005	-0.002	-0.001
Si	-21.729	8.128	6.793	0.012	-0.002	-0.008
Si	-24.452	10.849	6.828	-0.004	0.003	-0.01
Si	-21.711	-2.759	6.809	-0.008	-0.003	-0.003
Si	-19.042	-0.028	6.779	-0.011	0.016	-0.009
Si	-16.318	2.695	6.771	-0.005	0.006	-0.009
Si	-19.026	5.424	6.781	-0.007	-0.001	-0.004
Si	-16.31	8.143	6.752	0.002	0.004	-0.017
Si	-19.012	10.857	6.762	-0.004	0.008	-0.008
Si	-16.296	-2.745	6.782	0.003	0.001	-0.01
Si	-13.572	-0.017	6.768	0.01	0.002	-0.005
Si	-10.808	2.758	6.771	-0.009	0.006	-0.01
Si	-13.582	5.434	6.772	-0.001	-0.008	-0.006
Si	-10.826	8.187	6.789	0.004	0.003	-0.005
Si	-13.583	10.888	6.804	0.004	0.009	-0.005
Si	-10.826	-2.647	6.761	-0.003	0.004	-0.013
Si	-8.074	0.081	6.762	0.011	-0.008	-0.014
Si	-5.387	2.783	6.753	0.003	-0.008	-0.006
Si	-8.08	5.477	6.767	0.001	-0.004	-0.007
Si	-5.354	8.208	6.777	0.005	-0.005	0
Si	-8.083	10.946	6.8	-0.006	0.001	-0.001
Si	-5.341	-2.635	6.756	0.003	-0.003	-0.002
Si	-2.657	0.083	6.763	0.005	-0.01	-0.003
Si	0.033	2.78	6.803	0.009	-0.018	0.002
Si	-2.684	5.487	6.766	0.006	-0.008	-0.009
Si	0.039	8.233	6.82	-0.005	-0.004	0.001
Si	-2.64	-5.36	6.782	0.004	0.005	-0.003
Si	0.04	-2.642	6.805	-0.007	0.001	0.002
Si	1.377	1.41	8.171	-0.005	0.002	0
Si	4.086	4.116	8.19	0.003	-0.001	0
Si	1.384	6.853	8.179	-0.001	0.004	-0.007
Si	4.08	9.568	8.189	0.009	0.014	-0.007
Si	1.37	-4.021	8.181	-0.011	-0.005	-0.004
Si	4.065	-1.308	8.192	-0.008	-0.008	-0.015
Si	6.777	1.405	8.21	0.02	0.005	-0.003
Si	9.492	4.086	8.195	0.009	0.001	0
Si	6.777	6.816	8.198	0.007	-0.008	-0.005
Si	9.485	9.526	8.197	0.005	-0.002	-0.009
Si	6.773	-4.059	8.202	-0.009	-0.001	0
Si	9.479	-1.345	8.189	-0.014	-0.015	-0.003
Si	12.212	1.348	8.174	-0.004	-0.008	-0.005
Si	14.936	4.072	8.16	0.004	0.012	-0.006
Si	12.206	6.776	8.192	-0.009	-0.003	-0.006
Si	14.922	9.507	8.18	-0.01	0.004	0.003
Si	12.197	-4.072	8.183	-0.002	-0.002	-0.004
Si	14.926	-1.361	8.166	0.008	-0.008	0.001
Si	17.654	1.352	8.137	0.003	-0.009	-0.007
Si	20.378	4.065	8.129	-0.015	-0.007	-0.002
Si	17.642	6.788	8.133	0.002	-0.003	-0.008
Si	20.379	9.509	8.135	0.002	0.014	-0.002
Si	17.66	-4.104	8.151	0.003	0.001	-0.008
Si	20.385	-1.361	8.133	0.012	0.007	-0.003
Si	23.121	1.338	8.113	-0.004	-0.001	-0.004
Si	25.821	4.076	8.133	-0.006	0.004	-0.005
Si	23.101	6.787	8.136	-0.007	-0.001	-0.003
Si	25.82	9.521	8.143	0.002	0.01	-0.003
Si	23.1	-4.086	8.136	-0.001	-0.005	0.002
Si	25.83	-1.381	8.13	-0.014	0	-0.006
Si	28.546	1.343	8.162	0.003	0.012	-0.005
Si	31.261	4.064	8.184	0.007	0.009	-0.007
Si	28.535	6.788	8.155	-0.007	-0.007	-0.003
Si	31.239	9.5	8.16	0	0.003	-0.012
Si	28.533	-4.093	8.146	0.009	0.007	-0.003
Si	31.234	-1.378	8.194	0.007	0	0.008
Si	33.973	1.332	8.204	-0.009	-0.008	-0.001
Si	-28.579	4.053	8.218	-0.003	-0.006	0.003
Si	33.98	6.782	8.193	0.013	0.008	-0.004
Si	-28.57	9.481	8.216	0.002	-0.003	-0.002
Si	33.958	-4.106	8.21	-0.001	0.003	0
Si	-28.578	-1.383	8.209	0.009	0.008	0.001
Si	-25.837	1.339	8.204	0.005	0.004	0.003
Si	-23.101	4.057	8.179	0.001	0.012	0.002
Si	-25.819	6.755	8.222	-0.005	-0.006	-0.002
Si	-23.085	9.492	8.174	0.006	0.001	-0.011
Si	-25.835	-4.118	8.19	0	0	-0.004
Si	-23.097	-1.402	8.17	0	-0.001	-0.009
Si	-20.39	1.334	8.153	0.004	-0.008	-0.003
Si	-17.66	4.069	8.133	0.012	0.005	-0.001
Si	-20.382	6.774	8.158	-0.012	-0.016	0.007
Si	-17.652	9.508	8.128	-0.003	-0.003	-0.003
Si	-20.357	-4.113	8.159	0.004	0.006	-0.003
Si	-17.656	-1.369	8.134	0.004	-0.006	-0.005
Si	-14.933	1.354	8.122	-0.004	-0.003	-0.003
Si	-12.193	4.1	8.125	0.009	0.002	0.003
Si	-14.938	6.803	8.121	0.01	-0.002	0.002
Si	-12.19	9.546	8.14	0.003	0.003	0.004
Si	-14.941	-4.081	8.16	-0.006	-0.016	0.006
Si	-12.193	-1.331	8.144	-0.001	-0.005	0.002
Si	-9.452	1.407	8.136	0.004	0	0.003
Si	-6.736	4.125	8.139	-0.006	-0.009	-0.002
Si	-9.457	6.824	8.129	-0.006	0.009	0.001
Si	-6.725	9.564	8.136	-0.009	0.001	-0.001
Si	-9.469	-4.018	8.124	0.003	-0.006	0
Si	-6.722	-1.294	8.117	-0.015	0.003	-0.003
Si	-4.029	1.427	8.125	-0.006	0.008	0
Si	-1.332	4.139	8.152	-0.019	-0.007	-0.001
Si	-4.014	6.851	8.151	-0.001	0.002	-0.004
Si	-1.308	-6.723	8.173	0.008	0.003	0.002
Si	-4.012	-4.011	8.138	0.007	0.01	-0.003
Si	-1.32	-1.28	8.151	0.007	0.006	-0.001
Si	0.028	0.054	9.537	-0.007	-0.003	0.002
Si	2.727	2.761	9.549	0.006	-0.008	0.002
Si	0.023	5.492	9.531	0.001	-0.004	-0.005
Si	2.734	8.206	9.555	0.003	0.01	-0.003
Si	0.038	-5.383	9.554	-0.006	0.004	0.008
Si	2.721	-2.674	9.555	-0.004	0.002	0.002
Si	5.421	0.039	9.562	0.008	0	0.002
Si	8.138	2.748	9.575	-0.002	0.004	0.006
Si	5.433	5.466	9.568	0.002	0.008	0.001
Si	8.129	8.173	9.56	0.003	0.002	0.006
Si	5.423	-5.411	9.567	0.002	-0.01	0.005
Si	8.123	-2.696	9.556	0.004	-0.006	0.008
Si	10.844	0.009	9.544	0.01	0	-0.005
Si	13.566	2.719	9.518	-0.004	0.008	0.003
Si	10.841	5.44	9.556	0.002	0.005	0.005
Si	13.556	8.153	9.534	0	0.005	0.004
Si	10.84	-5.431	9.543	-0.007	0.004	0.002
Si	13.561	-2.715	9.53	0	0.006	-0.005
Si	16.297	-0.007	9.504	-0.004	0.002	-0.002
Si	19.023	2.704	9.485	-0.005	0.005	0.002
Si	16.293	5.434	9.503	0.006	0	0.005
Si	19.015	8.138	9.487	0.003	-0.007	-0.003
Si	16.293	-5.454	9.52	0.012	-0.011	-0.002
Si	19.029	-2.739	9.489	0.003	-0.005	-0.002
Si	21.762	-0.014	9.482	-0.009	0.003	-0.002
Si	24.474	2.697	9.489	0.001	-0.002	0
Si	21.745	5.417	9.489	0.002	0	-0.001
Si	24.467	8.145	9.494	-0.002	-0.002	-0.002
Si	21.744	-5.455	9.492	0	0.005	0.001
Si	24.477	-2.738	9.496	0	-0.002	-0.001
Si	27.185	-0.022	9.513	0.006	-0.005	-0.003
Si	29.904	2.698	9.54	0.014	-0.006	0.001
Si	27.185	5.42	9.513	-0.007	0.001	0
Si	29.898	8.136	9.533	0.003	0.003	-0.001
Si	27.189	-5.458	9.514	0	0.001	-0.002
Si	29.883	-2.748	9.541	-0.004	-0.004	0.002
Si	32.609	-0.026	9.554	0.004	-0.002	0.003
Si	-29.945	2.692	9.568	0.004	0.005	-0.002
Si	32.621	5.42	9.557	0	-0.004	0.003
Si	-29.942	8.13	9.572	0	-0.012	0.003
Si	32.596	-5.473	9.552	-0.004	-0.005	0.001
Si	-29.949	-2.743	9.56	-0.011	0.004	0.003
Si	-27.212	-0.017	9.557	-0.009	0.001	-0.001
Si	-24.477	2.71	9.544	-0.001	0.001	-0.002
Si	-27.208	5.411	9.569	0.013	0.004	0.003
Si	-24.458	8.143	9.546	-0.002	-0.003	-0.004
Si	-27.207	-5.465	9.559	-0.005	0.004	0
Si	-24.474	-2.744	9.537	-0.001	0	-0.001
Si	-21.752	-0.019	9.518	-0.011	-0.004	-0.003
Si	-19.024	2.711	9.495	-0.01	0.004	-0.002
Si	-21.743	5.427	9.527	-0.002	0.004	0.002
Si	-19.016	8.156	9.496	-0.003	0.011	-0.008
Si	-21.733	-5.454	9.526	0.001	0.009	-0.001
Si	-19.008	-2.729	9.505	0	-0.013	0.006
Si	-16.295	0.003	9.488	0.003	0.004	-0.006
Si	-13.562	2.73	9.47	0.009	-0.005	-0.006
Si	-16.294	5.439	9.479	-0.007	-0.003	-0.006
Si	-13.562	8.169	9.471	-0.002	0.007	-0.004
Si	-16.298	-5.451	9.501	0.005	0.012	0
Si	-13.559	-2.704	9.49	0.009	-0.006	-0.003
Si	-10.824	0.038	9.486	-0.006	-0.005	-0.001
Si	-8.1	2.766	9.499	-0.006	0.006	0.003
Si	-10.831	5.466	9.482	-0.004	-0.005	0
Si	-8.1	8.2	9.483	-0.003	-0.003	-0.004
Si	-10.824	-5.396	9.477	0.001	0.007	-0.001
Si	-8.09	-2.664	9.472	-0.005	0.008	-0.006
Si	-5.38	0.063	9.493	0.008	-0.007	-0.006
Si	-2.681	2.774	9.512	0.003	-0.001	0.004
Si	-5.379	5.488	9.501	-0.003	0	-0.004
Si	-2.663	-8.105	9.519	0.004	-0.003	0.001
Si	-5.37	-5.388	9.494	-0.002	-0.008	-0.008
Si	-2.665	-2.656	9.512	0.007	-0.004	0.002
Si	1.37	-1.311	10.913	-0.006	0.002	-0.005
Si	4.076	1.405	10.928	-0.005	0.001	0.001
Si	1.371	4.129	10.902	-0.005	0.002	-0.003
Si	4.085	6.839	10.921	0.006	-0.012	-0.005
Si	1.39	9.57	10.922	-0.004	-0.001	0.002
Si	4.068	-4.045	10.924	0.004	0.006	-0.006
Si	6.768	-1.334	10.921	-0.003	-0.006	0
Si	9.494	1.373	10.919	0	-0.007	0.005
Si	6.788	4.114	10.941	0.017	0.003	0.003
Si	9.484	6.808	10.915	0.007	0.005	-0.002
Si	6.77	9.535	10.918	-0.009	0.01	-0.006
Si	9.476	-4.074	10.898	0.003	0	-0.003
Si	12.199	-1.356	10.891	-0.009	-0.018	0.001
Si	14.93	1.35	10.857	0.014	-0.004	-0.005
Si	12.203	4.07	10.889	-0.007	-0.003	-0.002
Si	14.925	6.784	10.865	-0.004	-0.001	-0.01
Si	12.19	9.514	10.89	-0.004	0.003	-0.004
Si	14.916	-4.096	10.871	-0.006	0.006	-0.001
Si	17.656	-1.387	10.842	0.002	-0.005	-0.003
Si	20.395	1.342	10.829	0.002	-0.004	-0.002
Si	17.659	4.063	10.835	0.001	0.002	-0.005
Si	20.38	6.772	10.843	-0.007	0	0.006
Si	17.652	9.486	10.858	0.003	0.007	-0.002
Si	20.386	-4.101	10.852	0.005	-0.002	0.003
Si	23.121	-1.372	10.849	0.004	0	0.002
Si	25.837	1.352	10.871	-0.01	0.006	-0.001
Si	23.111	4.054	10.848	-0.011	-0.004	0.003
Si	25.83	6.788	10.865	-0.003	0.006	-0.004
Si	23.107	9.502	10.85	-0.008	0.006	0.003
Si	25.838	-4.093	10.868	0.005	-0.008	-0.001
Si	28.537	-1.377	10.898	0.005	0.002	0.003
Si	31.265	1.346	10.916	0.006	0	0.003
Si	28.544	4.066	10.895	-0.006	0.006	-0.003
Si	31.257	6.781	10.915	0.004	0.007	-0.003
Si	28.547	9.505	10.891	-0.002	-0.003	-0.003
Si	31.247	-4.102	10.913	-0.001	0.012	0.003
Si	33.973	-1.379	10.92	-0.001	0.004	0.003
Si	-28.574	1.34	10.924	-0.001	0	0.003
Si	-31.3	4.059	10.929	0.006	0	0.002
Si	-28.574	6.77	10.927	0.003	-0.003	0
Si	-31.317	9.494	10.921	-0.003	0.005	-0.003
Si	-28.582	-4.103	10.914	0.008	0.003	-0.001
Si	-25.844	-1.382	10.899	0.003	-0.001	0
Si	-23.114	1.342	10.882	-0.003	0.002	0.001
Si	-25.843	4.056	10.919	-0.006	-0.002	0.004
Si	-23.1	6.783	10.898	0.009	-0.005	0.004
Si	-25.836	9.495	10.907	0.006	-0.003	-0.003
Si	-23.104	-4.097	10.889	-0.003	-0.008	-0.001
Si	-20.379	-1.369	10.864	-0.002	0.008	-0.005
Si	-17.651	1.368	10.851	0	-0.002	-0.005
Si	-20.377	4.067	10.867	-0.001	0	0.002
Si	-17.645	6.8	10.843	0.002	-0.006	0.001
Si	-20.37	9.509	10.877	-0.002	-0.005	0.004
Si	-17.648	-4.085	10.861	0.005	-0.003	0.005
Si	-14.923	-1.343	10.844	0	-0.002	-0.003
Si	-12.197	1.389	10.839	0.007	0.002	0.007
Si	-14.923	4.094	10.833	0.003	0.01	0.002
Si	-12.198	6.822	10.835	0.006	0.008	0.004
Si	-14.913	9.522	10.841	0.002	-0.006	0.003
Si	-12.186	-4.053	10.842	-0.004	-0.006	0.007
Si	-9.456	-1.321	10.839	0.01	-0.012	-0.001
Si	-6.741	1.41	10.863	-0.011	-0.002	-0.002
Si	-9.471	4.117	10.85	-0.001	-0.006	0.005
Si	-6.744	6.846	10.852	-0.003	-0.001	-0.001
Si	-9.465	9.563	10.832	-0.008	0.005	0.004
Si	-6.742	-4.033	10.842	-0.004	-0.003	-0.003
Si	-4.033	-1.3	10.862	-0.01	0.007	-0.004
Si	-1.329	1.414	10.886	0.002	-0.004	0.001
Si	-4.031	4.135	10.878	-0.003	0.003	0.001
Si	-1.316	6.858	10.902	0.002	0.007	0.001
Si	-4.024	-6.746	10.874	0.005	0.001	0.001
Si	-1.321	-4.016	10.895	-0.001	0	0.002
Si	2.72	0.041	12.285	0	-0.007	0.004
Si	5.43	2.759	12.302	0.006	0	0.004
Si	2.729	5.482	12.273	-0.002	0.006	-0.005
Si	5.435	8.185	12.304	0.005	0.003	0.003
Si	2.737	10.914	12.311	0.004	-0.001	0.004
Si	5.415	-2.693	12.291	-0.008	-0.009	0.003
Si	8.127	0.021	12.279	0.002	-0.004	0.004
Si	10.847	2.74	12.278	0.019	0.009	0.006
Si	8.138	5.473	12.31	0.005	0.012	0.004
Si	10.833	8.169	12.266	-0.005	0.001	0.008
Si	8.118	10.896	12.268	-0.003	-0.011	0.003
Si	10.835	-2.717	12.242	-0.008	-0.005	0
Si	13.559	0.015	12.229	0.005	0.006	-0.001
Si	16.296	2.712	12.19	0.004	0.002	-0.005
Si	13.561	5.438	12.226	0.008	0.008	0.003
Si	16.287	8.127	12.222	-0.003	-0.004	0.005
Si	13.552	10.866	12.236	-0.007	-0.005	0.003
Si	16.279	-2.73	12.208	0.01	-0.002	-0.005
Si	19.033	-0.025	12.17	0.004	0.005	-0.005
Si	21.752	2.686	12.201	-0.017	-0.004	0.002
Si	19.023	5.4	12.195	-0.013	-0.01	0.004
Si	21.747	8.129	12.196	0.006	0.002	-0.002
Si	19.019	10.845	12.198	0.004	0	-0.003
Si	21.764	-2.744	12.195	0.004	0.009	0.003
Si	24.482	-0.018	12.222	0.003	0.005	-0.006
Si	27.191	2.705	12.261	0.016	-0.001	0.004
Si	24.475	5.414	12.21	0.005	0.004	-0.005
Si	27.196	8.132	12.243	-0.006	0.002	-0.004
Si	24.483	10.852	12.208	0.003	0.006	-0.006
Si	27.187	-2.743	12.258	-0.009	0	0
Si	29.906	-0.021	12.265	0	-0.001	-0.002
Si	32.624	2.697	12.296	0.002	0.006	0.006
Si	29.902	5.416	12.28	-0.002	-0.007	0.001
Si	32.611	8.135	12.296	0.001	-0.007	0.001
Si	29.895	10.858	12.28	0.002	-0.015	0.005
Si	32.61	-2.738	12.278	0.003	-0.008	0.003
Si	35.336	-0.016	12.279	0.003	-0.002	-0.005
Si	-27.216	2.707	12.283	0.007	-0.005	0
Si	-29.932	5.411	12.297	0.004	0.006	0.001
Si	-27.209	8.14	12.271	-0.002	-0.001	0.001
Si	-29.955	10.864	12.276	-0.005	-0.007	0.003
Si	-27.217	-2.733	12.262	-0.007	-0.002	0.002
Si	-24.489	-0.001	12.245	-0.003	0.002	-0.003
Si	-21.75	2.714	12.222	-0.003	-0.004	-0.003
Si	-24.472	5.427	12.255	-0.002	0.012	-0.003
Si	-21.732	8.152	12.241	-0.003	0.004	-0.001
Si	-24.47	10.865	12.251	-0.004	0.01	0
Si	-21.746	-2.715	12.234	0.003	0.001	-0.001
Si	-19.02	0.011	12.205	-0.003	-0.007	-0.008
Si	-16.289	2.745	12.198	-0.004	-0.005	0.001
Si	-19.008	5.444	12.202	-0.003	0.004	-0.008
Si	-16.271	8.158	12.194	-0.001	0.007	-0.005
Si	-19.006	10.88	12.226	-0.003	0.01	-0.003
Si	-16.281	-2.709	12.199	0	-0.007	0.002
Si	-13.561	0.028	12.195	0.001	-0.004	0
Si	-10.838	2.752	12.198	-0.003	0.002	0.002
Si	-13.566	5.462	12.191	0	-0.015	-0.001
Si	-10.834	8.197	12.179	0.002	0.002	-0.004
Si	-13.544	10.891	12.185	0.004	0.006	0.006
Si	-10.816	-2.691	12.191	0.005	0.009	-0.003
Si	-8.106	0.039	12.207	-0.002	0.001	-0.003
Si	-5.391	2.772	12.233	0.003	-0.001	0.001
Si	-8.108	5.483	12.202	-0.008	0.004	-0.006
Si	-5.388	8.203	12.219	-0.014	-0.005	-0.004
Si	-8.104	10.92	12.196	-0.001	-0.003	-0.002
Si	-5.388	-2.673	12.21	0.003	0.004	-0.002
Si	-2.681	0.047	12.241	0.002	-0.006	-0.004
Si	0.021	2.764	12.263	-0.009	-0.005	0.001
Si	-2.676	5.49	12.253	-0.003	-0.006	-0.002
Si	0.04	8.21	12.283	0.007	0.001	0.006
Si	-2.672	-5.386	12.246	0.006	0.006	0.002
Si	0.032	-2.679	12.281	-0.006	0.002	0.004
Si	1.371	1.41	13.641	-0.002	-0.001	-0.004
Si	4.074	4.135	13.656	-0.011	0.015	0.002
Si	1.404	6.85	13.649	0.005	-0.009	0.004
Si	4.093	9.543	13.681	0.008	-0.008	-0.001
Si	1.38	-4.038	13.668	-0.005	0.007	0.004
Si	4.059	-1.332	13.655	0.002	0.006	-0.002
Si	6.786	1.389	13.657	0.006	-0.008	0.013
Si	9.501	4.109	13.66	-0.004	0.001	0.002
Si	6.789	6.839	13.686	0.001	0.002	0.002
Si	9.452	9.519	13.624	-0.003	0.019	0.001
Si	6.768	-4.069	13.642	-0.002	0.009	-0.002
Si	9.48	-1.366	13.611	0.014	-0.022	0
Si	12.22	1.38	13.614	-0.006	-0.003	0.005
Si	14.928	4.061	13.547	0.002	-0.006	-0.007
Si	12.2	6.792	13.595	0.001	-0.005	-0.002
Si	14.9	9.475	13.573	0.002	0.004	-0.006
Si	12.175	-4.096	13.588	-0.003	0.004	-0.001
Si	14.915	-1.36	13.561	-0.004	-0.004	0.006
Si	17.671	1.34	13.509	-0.001	-0.002	-0.008
Si	20.375	4.028	13.551	0.006	-0.001	0.006
Si	17.648	6.735	13.551	0.012	0.002	-0.005
Si	20.377	9.473	13.55	-0.013	0.006	0.013
Si	17.631	-4.125	13.534	-0.002	-0.001	-0.003
Si	20.395	-1.378	13.527	-0.004	-0.004	0.005
Si	23.122	1.343	13.572	-0.003	-0.01	0
Si	25.833	4.086	13.61	-0.027	0.011	0.002
Si	23.108	6.767	13.557	-0.006	0.001	0.005
Si	25.838	9.5	13.586	0.01	-0.01	-0.005
Si	23.13	-4.103	13.553	0.01	-0.017	0.005
Si	25.83	-1.371	13.605	0	0.002	0.004
Si	28.557	1.342	13.627	0.006	0.002	0.001
Si	31.26	4.056	13.657	0	0.002	0.008
Si	28.54	6.78	13.639	0.002	0.015	0
Si	31.246	9.499	13.659	0.007	0.002	0.005
Si	28.545	-4.091	13.643	-0.008	0.01	0.008
Si	31.263	-1.37	13.648	-0.004	0.011	-0.004
Si	33.991	1.339	13.664	0.015	-0.015	0.002
Si	-28.575	4.051	13.67	0.007	0.002	0.005
Si	33.982	6.77	13.654	0.002	-0.007	-0.001
Si	-28.589	9.497	13.623	0.001	0.006	0.003
Si	33.969	-4.089	13.648	-0.006	0.01	0.007
Si	36.702	-1.372	13.632	-0.006	0.003	0.002
Si	-25.847	1.35	13.629	-0.01	0.004	0.007
Si	-23.106	4.062	13.599	0.005	-0.01	0.007
Si	-25.842	6.773	13.62	0.011	-0.006	0.007
Si	-23.102	9.506	13.602	0.006	-0.007	0.003
Si	-25.844	-4.095	13.604	0.011	-0.006	0
Si	-23.112	-1.343	13.589	-0.01	0.002	0.005
Si	-20.371	1.38	13.572	-0.003	-0.006	-0.003
Si	-17.638	4.114	13.568	-0.014	0.011	0.002
Si	-20.36	6.787	13.579	0.014	-0.009	0.001
Si	-17.625	9.51	13.553	0.012	-0.003	0.003
Si	-20.37	-4.071	13.578	-0.003	-0.003	0.003
Si	-17.656	-1.348	13.547	-0.006	0.012	-0.009
Si	-14.926	1.392	13.551	0.004	0.002	0.011
Si	-12.207	4.11	13.548	0.008	0	0.008
Si	-14.91	6.821	13.572	-0.002	-0.005	0.01
Si	-12.189	9.538	13.556	0.005	-0.002	0.005
Si	-14.898	-4.065	13.534	-0.002	-0.002	0.003
Si	-12.176	-1.324	13.536	0.001	-0.013	0.002
Si	-9.475	1.394	13.556	0.008	-0.008	0.001
Si	-6.759	4.134	13.581	-0.01	0.007	0.01
Si	-9.471	6.851	13.541	-0.006	0.007	0.001
Si	-6.749	9.564	13.566	-0.002	-0.003	0.003
Si	-9.469	-4.057	13.562	0.009	-0.002	0.005
Si	-6.753	-1.326	13.57	-0.002	-0.001	-0.003
Si	-4.031	1.414	13.595	-0.004	-0.002	0.005
Si	-1.326	4.125	13.625	0.006	0.002	0.003
Si	-4.038	6.854	13.602	0.003	0.007	0.003
Si	-1.314	9.589	13.628	-0.013	0.004	0
Si	-4.032	-4.018	13.59	-0.002	-0.005	-0.001
Si	-1.337	-1.317	13.617	0	0.005	-0.001
Si	0.006	0.042	14.982	-0.005	-0.007	0.003
Si	2.727	2.767	15.013	-0.004	-0.021	0.002
Si	0.051	5.474	14.981	-0.012	-0.002	0.001
Si	2.748	8.189	15.062	0.004	-0.007	0.011
Si	0.031	-5.395	15.041	-0.004	-0.01	0.003
Si	2.727	-2.688	15.054	0.005	0.005	0.012
Si	5.42	0.02	15.007	-0.004	-0.007	-0.001
Si	8.134	2.761	15.023	0.004	0.001	0.007
Si	5.409	5.502	15.04	-0.004	-0.003	0.006
Si	8.139	8.194	15.07	-0.003	0.005	0.011
Si	5.459	10.887	15.049	0.004	-0.001	0.003
Si	8.125	-2.716	14.993	0.003	-0.004	0.008
Si	10.838	0.012	14.933	0.003	0	0.002
Si	13.585	2.759	14.961	0.009	0.004	0.015
Si	10.868	5.476	15.015	0.007	0.007	0.003
Si	13.55	8.123	14.964	0.003	0.006	0.011
Si	10.8	10.877	14.959	0	-0.007	0.007
Si	13.538	-2.721	14.905	-0.002	0.006	0.007
Si	16.289	0.032	14.867	0.006	0.011	0.003
Si	19.022	2.648	14.907	-0.009	-0.003	0.006
Si	16.293	5.369	14.916	-0.001	-0.002	0.008
Si	19.017	8.079	14.889	-0.005	-0.009	0.007
Si	16.268	10.83	14.896	0.007	0.001	0.003
Si	19.006	-2.747	14.834	0.001	0.014	0.004
Si	21.759	-0.036	14.904	0.009	0.012	0.003
Si	24.465	2.716	14.944	0.007	0.001	-0.005
Si	21.741	5.386	14.888	-0.018	0	0.004
Si	24.485	8.114	14.916	-0.01	0.003	-0.004
Si	21.766	10.836	14.872	0.017	0.008	-0.003
Si	24.466	-2.744	14.946	0.004	0.007	0.001
Si	27.2	-0.023	14.978	-0.004	0	-0.003
Si	29.909	2.684	15.025	-0.008	-0.008	0
Si	27.185	5.43	15.018	0.003	-0.004	0.005
Si	29.883	8.136	15.028	-0.004	0.005	0.006
Si	27.173	10.857	14.982	-0.014	-0.012	0.01
Si	29.905	-2.722	15.016	0.012	-0.007	0.007
Si	32.628	-0.019	15.028	0	-0.006	-0.001
Si	35.348	2.686	15.051	-0.01	0.009	0.006
Si	32.631	5.406	15.025	0.006	0.004	0.005
Si	35.346	8.135	15.008	0.005	0.005	0.003
Si	32.604	10.874	15.016	-0.004	0.001	0.003
Si	35.332	-2.715	15.004	0.006	0.005	0
Si	38.053	0.004	14.989	0.002	-0.013	-0.001
Si	-24.475	2.717	14.975	0	-0.002	0.002
Si	-27.187	5.413	15.006	-0.005	0.004	0.003
Si	-24.472	8.139	14.958	0.005	0	0.004
Si	-27.222	10.869	14.958	0.001	0.006	-0.001
Si	-24.487	-2.702	14.936	-0.005	0.007	0.004
Si	-21.744	0.037	14.93	-0.001	0.018	0.007
Si	-19.017	2.767	14.916	0.004	-0.004	-0.006
Si	-21.724	5.422	14.933	-0.002	0.016	0
Si	-18.971	8.14	14.917	-0.001	-0.004	0.01
Si	-21.724	10.883	14.93	-0.004	0.001	-0.004
Si	-19.008	-2.694	14.925	0.003	0.006	-0.001
Si	-16.306	0.031	14.885	-0.016	-0.016	0.001
Si	-13.57	2.758	14.915	0	0.017	0.009
Si	-16.277	5.475	14.939	-0.01	-0.015	0.004
Si	-13.542	8.184	14.93	0.008	0.013	0.006
Si	-16.247	10.879	14.88	0	0.005	0.004
Si	-13.521	-2.705	14.873	0.004	0.006	0.001
Si	-10.843	0.043	14.916	0.015	0	0
Si	-8.126	2.76	14.916	-0.01	-0.004	0
Si	-10.845	5.494	14.876	-0.002	-0.001	-0.006
Si	-8.113	8.199	14.916	0.002	0.001	0.002
Si	-10.817	10.881	14.919	0	-0.007	0.004
Si	-8.121	-2.688	14.922	-0.001	0.001	-0.001
Si	-5.384	0.028	14.924	-0.004	-0.008	-0.003
Si	-2.688	2.767	14.986	0.009	0.001	0.005
Si	-5.403	5.491	14.956	-0.004	0.011	0.003
Si	-2.681	8.226	14.96	0.012	-0.007	-0.008
Si	-5.396	-5.386	14.922	0.001	0	0
Si	-2.672	-2.686	14.987	-0.005	0.005	0.01
O	6.485	-6.201	26	-0.251	-0.134	0.331
O	2.67	-0.03	22.214	-0.172	-0.115	0.183
O	6.982	-0.294	22.895	-0.274	0.252	0.258
O	-0.056	2.814	22.306	-0.249	0.077	0.186
O	0.498	4.81	25.737	0.033	0.019	0.193
O	6.653	-6.841	23.565	0.214	-0.091	0.304
O	-0.774	-7.926	25.356	0.252	0.022	0.084
O	2.4	-5.893	22.79	0.076	0.255	-0.179
O	5.502	-2.459	22.338	0.046	-0.043	0.446
O	10.912	2.659	22.129	-0.219	0.06	0.102
O	5.253	0.306	-5.351	-0.091	0.032	-0.11
O	-1.342	-1.249	23.141	-0.037	0.102	-0.845
O	9.712	2.699	-6.808	0.017	-0.337	0.256
O	10.402	6.556	23.166	0.213	0.477	0.366
O	6.512	3.629	23.218	0.116	-0.137	-0.059
O	9.284	-3.94	23.336	-0.375	-0.577	0.043
O	11.059	-2.507	22.175	0.239	0.011	0.662
O	12.743	-0.563	22.742	-0.337	0.241	0.169
O	15.172	0.308	22.948	0.058	-0.24	0.051
O	22.146	4.188	-3.805	0.011	-0.153	0.061
O	12.377	4.73	22.932	0.33	0.284	0.136
O	14.992	6.784	23.257	-0.547	-0.14	0.302
O	11.463	7.755	-3.909	-0.117	0.076	0.717
O	15.344	-3.673	25.919	-0.044	-0.015	0.292
O	14.012	-5.136	22.023	-0.054	0.019	0.185
O	17.759	-1.18	25.418	-0.196	0.205	0.017
O	28.039	6.047	-5.086	0.194	-0.284	-0.213
O	18.398	4.098	23.118	0.51	0.557	0.029
O	19.883	6.555	23.09	-0.259	-0.325	0.403
O	20.216	-4.523	23.04	0.12	-0.172	0.246
O	24.476	-4.38	22.665	0.155	-0.509	-0.212
O	25.543	0.632	23.01	0.171	0.377	0.468
O	27.295	-0.987	25.481	0.486	0.411	0.272
O	27.318	2.64	25.2	-0.448	-0.402	0.016
O	29.191	7.684	24.5	-0.28	-0.233	0.094
O	23.294	4.686	23.021	0.009	-0.199	0.334
O	26.909	-5.337	-3.64	-0.198	-0.071	-0.144
O	21.663	8.066	22.063	0.163	-0.043	0.447
O	28.624	-6.132	-5.803	0.344	-0.287	-0.234
O	28.55	-0.403	-3.967	0.282	-0.546	-0.382
O	29.46	-5.579	-3.477	0.471	-0.024	0.188
O	29.791	-0.106	22.326	-0.045	0.022	0.292
O	27.001	2.597	22.094	0.204	-0.197	0.308
O	28.04	4.469	23.383	0.042	0.408	0.449
O	-27.017	5.487	24.716	-0.109	-0.352	-0.089
O	-30.898	-6.649	23.102	0.294	-0.084	0.17
O	27.077	8.188	22.026	0.047	0.039	0.142
O	-30.792	-0.921	23.255	-0.193	0.064	0.358
O	-28.505	-1.761	-5.596	0.729	0.017	0.001
O	-30.016	2.164	-5.702	-0.03	-0.645	0.11
O	-29.464	-2.923	-3.265	0.122	-0.491	-0.093
O	-31.878	5.672	25.679	-0.327	-0.326	0.468
O	-27.631	-4.515	-4.181	-0.688	0.393	0.185
O	32.553	8.096	22.124	0.062	0.125	-0.028
O	-29.719	-5.903	25.264	-0.049	0.192	0.129
O	-28.645	0.602	23.122	0.264	-0.43	0.119
O	-28.341	-3.741	25.736	0.293	0.025	0.117
O	-23.724	7.054	23.113	-0.489	-0.217	0.057
O	-22.93	-1.433	22.868	0.071	0.219	-0.842
O	-23.41	1.696	-6.563	0.159	-0.705	-0.431
O	-27.567	-6.937	-5.487	0.441	0.03	-0.072
O	-24.296	-5.427	21.88	0.039	0.106	0.532
O	-22.419	-3.929	22.844	0.341	-0.469	0.334
O	-21.782	-0.39	-3.541	-0.309	0.021	-0.066
O	-20.441	-2.161	22.638	0.23	-0.127	0.409
O	-19.05	-0.112	21.887	0.058	-0.042	0.541
O	-16.222	3.527	22.629	-0.436	0.294	0.141
O	-21.633	-2.395	24.924	0.545	-0.134	0.29
O	-21.608	1.897	22.765	0.445	-0.042	-0.127
O	-18.852	5.593	22.08	0.106	-0.261	0.588
O	-17.021	7.265	22.923	-0.028	-0.035	0.419
O	-21.71	-7.961	22.12	-0.03	0.083	0.226
O	-20.16	-5.955	22.763	-0.329	0.241	0.142
O	-16.277	-2.594	22.085	-0.273	-0.004	0.602
O	-14.632	-0.831	23.084	-0.073	-0.217	0.467
O	-9.367	-1.564	-4.857	0.247	-0.294	-0.099
O	-7.992	1.396	25.275	0.363	0.442	-0.081
O	-18.172	-3.894	-4.216	0.233	-0.071	-0.445
O	-8.458	4.134	-5.449	0.245	-0.587	-0.458
O	-25.598	7.361	-2.951	-0.2	-0.243	-0.243
O	-13.928	4.663	22.976	-0.048	-0.127	0.069
O	-12.343	6.632	23.309	0.418	0.425	0.29
O	-15.202	-7.157	23.128	0.069	0.157	0.286
O	-11.627	-3.663	22.966	0.225	0.273	0.012
O	-14.658	7.585	-3.295	-0.326	-0.192	-0.1
O	-8.34	0.099	21.633	0.039	0.325	0.15
O	-6.606	1.186	23.087	0.403	0.548	0.481
O	-10.231	-1.279	22.724	-0.55	-0.065	0.151
O	-5.056	0.95	-5.958	0.042	0.153	-0.204
O	-10.925	2.538	22.041	-0.064	0.006	0.217
O	-9.357	4.037	23.268	0.004	-0.368	0.634
O	-7.885	5.6	21.99	-0.269	-0.573	-0.28
O	-11.059	8.091	-5.18	-0.035	0.357	0.029
O	-8.603	-6.634	22.899	0.322	-0.353	0.281
O	-7.793	0.28	-3.674	-0.397	0.443	-0.06
O	-8.475	-6.091	-3.671	-0.104	0.471	-0.283
O	-5.551	-2.604	22.318	0.177	0.066	0.231
O	-3.832	-0.754	23.185	-0.173	0.017	0.511
O	-2.088	1.229	22.882	-0.182	0.205	0.175
O	-1.309	3.632	-3.261	-0.045	-0.247	0.424
O	-4.847	4.178	23.007	-0.319	-0.406	0.323
O	-2.801	5.428	22.071	0.082	-0.043	0.545
O	-5.803	6.676	23.019	0.413	0.162	0.255
O	0.188	-3.889	-6.198	-0.322	0.082	0.277
O	-24.631	-6.638	-3.795	0.114	-0.254	-0.084
O	-28.373	-0.603	-3.153	-0.282	0.047	0.075
O	1.126	-1.941	23.078	0.228	-0.298	0.518
O	-1.464	4.28	-5.768	0.288	0.305	0.308
O	5.121	-4.105	-4.552	-0.174	-0.528	0.038
O	29.259	2.056	-3.417	-0.145	0.026	-0.072
O	22.405	-1.14	-1.246	-0.395	-0.468	-0.266
O	0.252	-7.257	22.997	-0.139	0.354	0.158
O	11.731	-5.047	-2.898	0.193	-0.105	0.367
O	1.98	-5.116	25.33	-0.085	-0.119	-0.082
O	4.69	4.209	-2.797	-0.183	0.091	-0.057
O	6.073	2.154	-3.656	0.383	0.331	0.046
O	2.588	2.921	-0.474	0.054	-0.151	-0.16
O	-29.568	4.664	-4.812	-0.111	0.197	0.013
O	28.855	-6.465	22.972	0.205	0.297	0.008
O	10.417	4.341	24.643	-0.437	0.019	-0.171
O	15.877	7.797	25.608	0.225	0.125	0.556
O	-18.997	8.101	-0.414	-0.026	0.005	-0.314
O	16.247	-5.934	24.904	0.128	-0.27	-0.707
O	20.161	-7.931	-5.903	-0.003	-0.519	-0.051
O	-28.58	-4.666	23.251	-0.092	-0.258	0.09
O	7.973	0.95	25.06	0.009	-0.282	0.065
O	-19.214	-6.888	-3.512	-0.032	0.296	-0.161
O	13.445	-0.482	-4.438	0.307	-0.501	0.06
O	1.45	-3.891	-2.366	-0.178	0.248	-0.519
O	16.4	2.551	22.231	0.053	0.146	0.245
O	16.076	-3.102	21.951	-0.102	-0.121	0.268
O	19.3	-7.755	24.775	-0.027	0.271	-0.214
O	16.985	5.891	-5.904	-0.131	0.421	-0.242
O	25.712	-1.215	-5.765	0.466	0.073	0.422
O	31.822	0.377	25.685	0.829	-0.196	0.139
O	19.599	-3.573	-5.496	0.148	-0.083	-0.006
O	11.022	-1.351	-5.524	-0.507	0.214	0.083
O	22.804	0.365	-5.934	0.429	-0.169	-0.193
O	21.679	0.061	-3.518	-0.631	0.058	-0.064
O	18.01	-1.587	22.903	0.234	0.368	0.154
O	25.665	-2.027	22.648	0.363	-0.103	0.136
O	-9.818	-0.908	-1.33	0.224	-0.163	-0.287
O	26.259	-7.456	-5.914	0.287	-0.177	0.037
O	22.291	6.693	-3.122	0.238	0.237	-0.759
O	-23.849	-1.02	25.262	-0.198	0.41	0.296
O	24.803	-0.843	25.012	-0.538	-0.075	0.248
O	17.87	-1.79	-1.309	-0.217	-0.078	-0.124
O	-26.09	4.681	-1.155	0.202	0.337	-0.362
O	24.416	5.326	-2.988	0.243	-0.511	-0.042
O	20.47	4.174	24.991	0.648	-0.064	-0.391
O	25.369	6.377	22.834	0.382	0.071	0.308
O	19.414	6.269	25.741	-0.27	0.11	0.191
O	18.923	-6.028	-4.667	-0.104	0.17	0.526
O	27.575	-6.785	25.22	-0.366	-0.061	-0.027
O	-3.904	-1.286	-1.696	0.166	0.631	-0.092
O	25.453	4.327	24.368	-0.216	-0.464	0.207
O	-19.645	2.068	24.587	-0.078	-0.369	-0.02
O	-32.554	-2.725	22.353	0.095	0.092	0.545
O	-31.457	-8.021	-3.694	0.118	-0.364	0.487
O	-21.809	-6.957	-3.424	-0.523	0.159	0.061
O	-16.655	-7.011	-3.141	-0.277	0.271	0.312
O	-12.034	-1.472	-4.491	-0.523	-0.307	-0.246
O	-19.17	5.037	-2.891	-0.045	-0.529	0.336
O	-18.541	2.148	-6.25	0.602	-0.216	0.166
O	31.567	3.04	25.502	0.504	0.032	0.184
O	31.174	-4.627	23.228	-0.149	0.017	-0.008
O	30.75	6.264	22.916	-0.205	-0.185	0.179
O	26.095	-0.516	-3.009	-0.166	-0.345	-0.252
O	14.585	1.89	-1.291	0.237	0.226	-0.311
O	7.282	-7.839	-3.117	-0.706	0.009	-0.532
O	25.942	-4.14	-1.594	-0.085	-0.566	0.009
O	6.347	4.633	-0.884	-0.018	0.068	-0.141
O	5.144	7.779	25.158	0.236	0.016	0.289
O	-28.808	-3.504	-0.878	0.125	0.081	-0.211
O	-2.308	-2.866	-6.34	-0.157	-0.451	-0.377
O	28.671	-3.34	25.425	-0.219	-0.458	0.005
O	-25.899	1.905	-5.771	-0.384	-0.219	0.287
O	-23.582	-3.269	-7.01	-0.342	-0.04	0.058
O	-27.043	-5.917	25.095	-0.003	-0.022	0.336
O	29.274	3.623	-6.548	-0.146	0.237	0.29
O	-25.832	-0.02	-2.826	0.246	0.62	-0.096
O	-30.298	3.506	25.578	0.027	0.012	0.255
O	-17.723	-6.546	23.206	-0.108	0.012	-0.285
O	-27.163	-2.785	22.161	-0.221	0.114	0.598
O	17.613	3.824	-1.709	-0.644	0.095	-0.261
O	-28.525	3.909	-1.361	0.092	-0.13	0.02
O	23.371	-0.803	22.834	-0.043	0.51	0.345
O	-6.765	6.537	-1.485	-0.304	-0.355	-0.018
O	-19.158	-5.064	25.004	0.391	0.408	0.237
O	-25.997	-6.89	22.985	-0.474	-0.131	0.255
O	-16.614	4.868	-3.451	-0.094	-0.189	-0.362
O	-12.171	-4.202	25.408	-0.484	0.012	-0.198
O	11.261	-0.276	-3.232	-0.147	0.69	-0.256
O	-4.671	5.54	25.303	-0.328	-0.211	0.644
O	-19.128	-2.771	-0.47	-0.089	-0.123	-0.2
O	-15.486	4.139	-1.229	-0.564	0.32	0.04
O	-20.577	4.166	23.231	-0.053	0.603	0.221
O	-19.426	2.337	-3.75	0.258	0.256	-0.098
O	21.752	2.68	22.214	0.23	-0.071	0.021
O	20.702	0.524	23.221	-0.097	-0.583	0.011
O	-15.541	7.481	-6.224	0.131	-0.078	0.709
O	-2.774	7.42	-6.619	-0.18	-0.296	0.58
O	31.204	-3.826	25.743	0.454	0.33	-0.008
O	-17.036	2.702	25.056	0.301	0.415	0.46
O	-18.244	-4.073	22.818	0.04	0.44	0.5
O	-10.339	2.511	25.716	0.353	0.219	-0.337
O	-25.443	-4.03	-2.708	-0.401	-0.33	0.574
O	-11.156	5.832	-0.375	0.048	-0.299	-0.357
O	-5.824	-0.217	25.118	0.573	-0.143	-0.271
O	-14.692	1.286	-5.689	-0.498	0.15	-0.348
O	-1.064	6.883	23.167	-0.179	-0.129	0.427
O	-27.133	-6.808	-2.934	-0.17	0.112	0.288
O	10.059	-4.526	-0.951	0.205	0.129	0.14
O	7.518	1.704	-5.753	0.235	-0.166	0.322
O	-6.489	0.467	-1.307	-0.131	-0.377	0.13
O	3.724	-3.902	23.52	0.034	0.575	0.291
O	-2.238	6.937	-2.975	-0.375	0.175	0.002
O	21.531	-5.388	-0.429	0.022	0.125	-0.428
O	18.528	-5.883	21.923	-0.244	0.277	0.378
O	-7.486	-4.26	23.111	-0.31	0.392	0.329
O	-29.956	8.119	-0.355	0.098	-0.012	-0.499
O	21.261	2.409	-5.459	-0.288	-0.418	0.087
O	-12.992	2.824	-7.063	-0.334	0.406	0.108
O	-21.799	-5.173	25.359	-0.039	0.235	-0.72
O	-21.731	4.369	-3.633	0.008	-0.193	0.556
O	-2.128	0.195	25.21	-0.387	-0.124	0.531
O	-5.276	1.244	-3.41	0.492	0.168	0.257
O	-0.78	-3.788	23.06	-0.064	-0.256	0.225
O	-2.605	-7.931	-0.429	-0.114	-0.045	-0.509
O	-24.451	5.759	25.211	0.193	-0.323	0.707
O	20.431	-7.728	-3.29	-0.124	0.333	0.058
O	5.373	8.127	21.911	-0.246	-0.187	0.017
O	-20.199	0.803	-1.829	0.075	-0.102	-0.068
O	3.501	2.169	-3.925	0.191	-0.11	-0.387
O	-25.382	-4.581	-5.27	-0.381	-0.207	-0.657
O	-9.072	6.585	24.06	-0.045	0.146	-0.445
O	-29.514	-6.262	-3.812	-0.19	0.384	0.547
O	10.348	-2.938	25.582	0.173	-0.416	0.368
O	7.717	-6.744	-0.884	0.33	-0.14	-0.023
O	-25.249	-7.031	-1.192	0.518	-0.318	-0.072
O	-20.109	-4.745	-5.871	-0.173	-0.201	0.032
O	8.78	6.869	-1.499	0.074	0.332	0.012
O	2.661	-1.956	-1.048	0.316	0.067	0.138
O	-28.855	-1.277	25.053	0.651	0.102	-0.01
O	7.352	-0.106	-3.841	0.24	0.12	-0.227
O	15.277	1.234	-5.023	0.194	-0.486	0.194
O	-23.566	6.733	-1.496	-0.276	-0.014	0.068
O	31.326	4.795	-5.599	-0.005	0.305	-0.066
O	-27.623	0.882	-1.089	0.106	0.381	-0.284
O	4.044	6.349	23.189	-0.37	-0.113	0.066
O	20.623	6.856	-1.287	-0.07	-0.489	-0.25
O	-2.49	-2.776	-0.28	0.11	-0.138	-0.188
O	-13.091	-4.08	-3.107	-0.124	0.474	0.171
O	22.933	-6.337	23.145	0.123	-0.043	0.273
O	9.433	0.639	22.953	0.331	0.192	0.005
O	17.256	2.747	-4.1	-0.314	-0.183	0.368
O	30.297	5.366	25.359	-0.283	-0.137	-0.384
O	-19.97	0.169	-5.279	0.573	-0.241	-0.141
O	-17.614	-7.321	-5.587	0.081	0.605	-0.126
O	-7.047	4.844	24.391	-0.197	-0.617	0.808
O	-17.059	-1.957	-2.819	-0.272	0.092	-0.096
O	18.569	-1.021	-5.432	-0.31	-0.091	0.174
O	-28.079	6.478	-1.187	-0.101	0.136	-0.488
O	-11.578	-4.462	-1.026	0.031	-0.055	0.021
O	19.425	-2.243	-3.309	-0.034	0.263	-0.082
O	18.8	-8.032	-0.314	-0.074	-0.065	-0.226
O	-20.561	-6.286	-1.264	-0.409	0.449	-0.096
O	28.187	-0.886	-1.381	0.185	0.197	-0.152
O	-3.768	5.066	-1.556	-0.338	0.201	-0.1
O	-11.801	0.779	-1.054	-0.154	-0.268	-0.185
O	15.936	6.442	-3.612	0.126	0.627	-0.036
O	20.07	-5.612	-7.018	0.169	0.486	-0.331
O	25.205	7.153	-1.198	-0.351	0.74	-0.098
O	3.304	-2.497	-3.611	-0.157	0.392	-0.039
O	25.539	6.3	-5.787	-0.179	-0.284	-0.275
O	27.857	-6.225	-1.415	-0.682	0.128	0.067
O	7.097	-2.681	-3.533	-0.276	-0.08	0.127
O	30.948	1.851	-1.357	-0.11	-0.15	-0.387
O	25.279	-3.356	-4.075	-0.105	0.111	0.072
O	-20.282	-2.371	-4.613	-0.177	0.03	0.046
O	-1.499	-6.739	-5.597	-0.409	0.207	0.149
O	24.459	-5.33	25.053	0.325	-0.55	0.245
O	-32.607	5.349	0.311	-0.214	-0.067	-0.145
O	13.301	2.117	-3.528	-0.082	-0.042	0.055
O	29.819	-7.742	-1.15	0.342	0.069	0.136
O	7.717	-3.755	25.407	-0.432	0.159	0.136
O	-17.354	6.325	-1.392	0.67	0.076	-0.077
O	2.755	-4.126	-5.611	-0.008	-0.163	-0.119
O	22.39	-3.892	24.263	0.245	0.258	0.281
O	13.45	6.407	-3.006	-0.481	-0.142	0.306
O	21.07	-1.577	-5.391	0.024	-0.313	-0.281
O	12.325	-2.789	-3.891	0.358	0.044	0.496
O	-24.489	2.672	-0.482	0.084	-0.09	-0.217
O	-10.788	0.493	-3.426	0.29	-0.117	-0.195
O	-20.905	6.867	-3.305	0.17	0.161	0.376
O	26.263	3.799	-5.635	0.315	-0.098	0.109
O	17.077	-6.256	-1.243	-0.212	-0.147	-0.202
O	13.786	0.321	25.055	0.556	-0.075	0.307
O	23.471	-1.644	-4.458	0.102	-0.081	0.645
O	-2.834	-0.565	-5.153	-0.2	0.394	-0.096
O	4.586	6.491	-1.453	0.065	0.175	-0.436
O	32.649	5.938	-3.743	0.225	-0.114	0.451
O	19.724	-3.656	-1.165	0.181	0.122	-0.273
O	10.791	5.385	-0.579	0.011	-0.183	-0.144
O	-14.841	-1.209	-1.559	0.243	0.148	-0.429
O	4.255	-6.205	24.64	-0.04	-0.163	0.141
O	29.061	3.705	-1.369	0.026	0.177	-0.385
O	-0.049	-8.011	-3.854	0.258	-0.142	-0.147
O	1.558	2.041	-5.674	-0.517	0.274	0.076
O	-29.808	5.534	21.922	-0.102	0.16	-0.007
O	31.55	1.561	23.312	0.745	0.409	-0.04
O	26.16	1.549	-1.518	0.682	0.113	-0.115
O	4.514	1.414	23.168	0.624	0.1	0.067
O	-25.53	-1.16	23.205	-0.659	0.177	0.506
O	31.675	7.539	25.018	-0.099	0.521	0.001
O	31.513	6.744	-1.31	0.553	-0.416	-0.314
O	14.774	4.168	-2.676	0.414	0.153	-0.355
O	-13.527	0.129	25.354	0.264	-0.621	0.091
O	29.55	1.389	25.071	-0.033	-0.556	-0.49
O	-3.419	4.985	-4.156	-0.618	0.231	-0.478
O	21.511	-2.454	22.237	-0.338	-0.067	-0.308
O	-27.162	-5.428	-0.258	-0.144	-0.06	-0.61
O	-24.651	-2.7	-0.114	-0.074	-0.153	0.057
O	-31.954	3.52	-4.519	-0.062	-0.348	-0.171
O	-4.742	-1.68	-6.466	0.206	-0.365	-0.417
O	-5.874	-5.829	-3.348	0.278	0.038	-0.203
O	16.507	-7.842	21.991	0.117	-0.094	0.735
O	12.748	1.422	-5.995	-0.061	0.123	0.045
O	-17.93	7.127	-3.831	-0.192	-0.2	-0.312
O	15.242	-4.368	-1.338	-0.227	0.19	-0.295
O	21.909	1.618	25.361	0.388	0.321	-0.395
O	-14.026	5.96	25.292	-0.501	-0.024	0.048
O	-3.346	2.54	-4.734	0.059	-0.122	0.073
O	-6.81	5.481	-3.895	0.172	-0.104	0.017
O	-31.203	-4.11	-1.599	0.037	0.056	0.4
O	-32.201	-3.506	-5.016	0.092	0.069	0.511
O	-27.991	2.127	25.898	0.029	-0.561	-0.417
O	-20.46	3.335	-1.385	-0.47	0.306	-0.329
O	-0.249	-5.477	-3.56	-0.418	0.298	-0.214
O	1.096	-6.231	-5.688	0.228	-0.294	-0.151
O	13.162	-4.499	24.68	-0.174	-0.113	-0.085
O	-21.38	7.999	-5.606	-0.052	0.225	-0.046
O	32.516	7.618	-5.821	-0.05	0.319	-0.051
O	-15.973	0.268	-3.518	-0.228	0.252	-0.253
O	25.769	1.236	-6.647	-0.184	-0.003	-0.354
O	30.657	0.699	-5.193	0.227	-0.001	0.351
O	1.09	-6.317	-1.387	-0.093	-0.504	-0.373
O	19.915	0.092	25.941	0.395	-0.159	0.376
O	-23.801	2.488	-4.108	-0.012	-0.158	0.615
O	-21.266	-1.387	-1.157	-0.377	-0.305	-0.2
O	-9.4	1.665	-1.617	-0.057	-0.087	0.159
O	-17.253	1.18	23.003	-0.029	-0.244	0.511
O	-0.352	-1.342	-5.552	0.319	0.258	0.207
O	9.392	-6.272	-2.779	0.237	0.005	-0.467
O	-10.595	-3.148	-3.09	0.298	0.156	0.528
O	-8.127	-2.731	-0.429	-0.107	0.064	-0.565
O	27.98	-7.833	-3.601	0.122	0.006	-0.263
O	8.666	-1.52	24.341	-0.171	0.01	-0.07
O	29.533	-3.64	-5.448	0.046	0.27	0.336
O	-3.105	-6.717	25.581	0.121	0.721	0.238
O	-13.233	7.859	-0.361	-0.059	0.208	-0.521
O	-22.638	7.775	25.378	-0.017	0.386	-0.033
O	-31.229	-8.043	25.354	0.27	-0.236	-0.112
O	-21.055	2.521	-5.827	0.126	-0.044	0.1
O	-7.011	8.096	-3.695	0.092	-0.192	-0.184
O	-3.826	-2.676	-4.153	0.416	-0.758	-0.085
O	-0.393	7.281	-1.308	0.781	-0.205	0.095
O	2.717	-0.142	-6.336	-0.298	-0.373	0.199
O	3.979	-4.046	-1.541	0.325	-0.457	-0.644
O	-25.661	3.385	25.508	0.641	-0.497	0.089
O	-21.746	5.32	-0.409	0.008	0.137	-0.194
O	-20.311	-7.214	25.814	0.592	-0.298	-0.342
O	24.345	-3.228	-6.493	-0.456	0.008	0.004
O	-7.787	3.135	-3.161	-0.041	-0.569	0.051
O	-4.781	6.961	-3.089	0.207	0.582	-0.005
O	0.426	-0.757	-1.307	-0.177	-0.196	-0.064
O	-7.972	7.996	25.999	0.216	-0.345	-0.126
O	-29.903	2.593	-3.182	0.08	-0.656	-0.104
O	-13.987	5.029	-3.126	0.665	-0.356	-0.129
O	1.204	7.014	24.38	0.247	0.196	0.39
O	11.27	-1.192	-0.869	-0.293	0.08	-0.02
O	-9.938	8.188	-2.818	0.098	-0.335	0.375
O	10.989	-4.671	-5.375	-0.537	0.222	0.154
O	-18.136	2.27	-1.328	0.306	0.508	0.082
O	11.569	-6.368	25.847	0.016	-0.218	0.023
O	-13.606	-4.283	-5.641	-0.327	-0.14	-0.345
O	-1.063	2.658	25.414	-0.27	-0.199	-0.169
O	6.68	-1.117	-1.438	-0.451	0.398	-0.188
O	9.818	0.948	-1.341	-0.017	0.198	-0.464
O	8.098	2.71	-0.383	-0.33	0.142	-0.289
O	8.185	-2.846	-0.195	-0.17	0.037	-0.195
O	13.527	8.147	-0.386	-0.198	0.24	-0.128
O	-0.846	-4.556	-1.223	-0.053	0.07	-0.195
O	19.998	-2.42	24.474	0.11	0.17	0.602
O	15.336	-6.402	-5.999	0.009	0.136	-0.108
O	-22.039	3.086	25.118	-0.198	0.399	0.131
O	-32.411	-5.683	25.004	0.014	0.134	0.155
O	-23.186	-4.375	-3.914	0.567	0.087	-0.105
O	-8.065	-0.962	24.14	0.453	-0.662	-0.21
O	23.824	0.785	-2.295	0.143	0.164	-0.1
O	16.258	0.031	-0.452	-0.194	-0.19	-0.518
O	12.561	3.579	-1.39	-0.112	-0.287	-0.279
O	-11.931	4.481	24.804	0.114	-0.233	-0.333
O	31.129	3.855	-3.083	-0.085	0.072	0.24
O	5.627	5.237	25.079	0.334	0.284	0.16
O	11.423	-6.794	-1.128	-0.067	-0.255	0.08
O	21.952	6.164	-6.875	0.179	-0.344	0.53
O	13.425	-2.717	-0.398	-0.117	-0.005	-0.071
O	17.495	6.665	23.996	0.073	-0.289	-0.334
O	28.243	1.421	-5.853	-0.418	-0.268	0.088
O	15.286	6.253	-1.109	0.73	-0.057	-0.014
O	19.236	2.567	-0.341	-0.066	-0.182	-0.517
O	4.582	1.769	-1.541	0.415	-0.392	-0.152
O	30.238	-6.209	25.096	0.029	-0.186	0.282
O	5.204	2.595	25.305	-0.156	0.003	0.636
O	19.727	3.245	-3.457	0.249	-0.292	0.341
O	4.39	-2.053	-6.06	0.1	-0.168	-0.35
O	1.323	3.569	-3.621	0.5	0.237	0.013
O	27.574	-2.729	-3.12	0.366	0.004	-0.403
O	25.395	1.84	-4.115	-0.105	0.148	0.05
O	5.588	-5.46	-0.239	0.072	-0.006	-0.503
O	21.338	1.213	-1.206	-0.172	0.012	-0.276
O	24.364	2.92	-0.361	0.254	-0.202	-0.4
O	-20.397	6.466	25.656	-0.014	-0.261	-0.58
O	-13.103	-7.977	-6.885	-0.211	0.424	-0.171
O	0.47	4.351	-1.275	-0.612	0.332	-0.207
O	27.136	5.377	-0.414	-0.128	-0.094	-0.247
O	-23.325	7.28	-4.09	0.005	0.062	-0.331
O	-14.305	-6.232	-4.043	-0.014	-0.253	-0.625
O	22.462	-7.506	-1.541	0.578	-0.113	-0.571
O	11.873	2.171	25.082	0.311	0.176	-0.778
O	31.228	8.147	-3.504	-0.182	0.6	-0.305
O	27.375	5.187	25.827	0.643	0.408	-0.241
O	32.441	-1.144	-5.836	0.263	0.125	0.327
O	6.941	-5.232	-2.982	-0.118	0.046	0.392
O	7.528	3.488	25.696	0.389	0.281	0.26
O	-4.525	-6.766	23.211	-0.327	-0.052	0.032
O	-26.823	-1.546	-1.05	-0.466	-0.285	-0.011
O	-23.051	4.212	-5.853	0.125	0.5	-0.07
O	-16.971	0.012	-1.027	0.309	-0.391	0.269
O	-27.842	6.674	-5.428	0.361	-0.139	-0.233
O	1.315	0.989	-3.16	0.38	-0.169	0.089
O	29.885	-2.727	-0.459	0.222	0.109	-0.427
O	31.55	-4.604	-1.185	-0.245	-0.328	-0.656
O	-30.655	-1.62	-1.257	0.235	0.227	-0.551
O	26.373	-4.886	-6.462	0.196	0.416	0.282
O	-2.646	-5.379	22.172	0.232	-0.169	0.518
O	-14.727	-6.718	-1.493	0.116	0.598	-0.098
O	-25.285	4.373	23.105	0.49	0.333	0.245
O	-23.352	-5.842	-6.094	0.176	-0.581	-0.07
O	3.09	5.713	25.417	0.088	0.074	0.742
O	-19.009	4.236	25.768	-0.227	0.233	-0.036
O	-10.571	8.146	25.582	-0.222	0.387	-0.344
O	-4.882	-3.664	-2.116	0.002	-0.068	0.104
O	-17.965	6.677	-6.748	0.381	-0.505	-0.041
O	-14.85	1.726	23.876	0.105	0.582	-0.128
O	-27.415	5.174	-3.364	0.587	0.106	-0.028
O	-22.159	-1.215	-6	0.006	0.006	-0.004
O	10.56	6.717	-6.167	-0.514	-0.041	-0.403
O	-7.45	-5.872	25.173	0.434	0.335	-0.007
O	-30.241	0.924	25.141	-0.87	0.033	0.302
O	-28.069	7.743	25.599	-0.126	0.258	-0.049
O	-29.567	5.795	24.641	0.004	0.211	0.107
O	12.137	-6.47	23.257	-0.333	-0.409	0.183
O	13.885	-7.557	-4.159	-0.119	-0.203	0.157
O	-5.945	3.241	-5.004	0.037	0.085	-0.322
O	17.619	-3.648	24.527	-0.085	-0.24	-0.529
O	12.885	-2.256	-7.066	0.116	0.148	0.535
O	-13.412	-2.793	-0.217	-0.071	-0.158	0.069
O	8.985	6.925	-4.155	-0.262	-0.519	-0.408
O	13.892	-7.02	25.084	-0.151	-0.654	-0.319
O	-1.107	1.216	-5.768	0.224	0.45	0.483
O	-23.917	0.862	23.16	-0.436	0.246	0.228
O	-0.573	1.578	-1.362	0.37	0.184	-0.369
O	-2.077	5.132	25.203	0.02	-0.145	-0.264
O	-22.803	0.791	-1.353	-0.22	0.07	-0.483
O	-27.161	4.189	-5.732	0.134	0.253	0.049
O	22.568	4.684	-1.245	-0.358	0.207	-0.004
O	-5.92	-1.372	-3.196	-0.2	-0.185	-0.423
O	-13.492	-5.38	22.194	-0.084	-0.316	0.351
O	-16.766	-7.82	25.218	0.073	0.4	0.326
O	-13.495	6.267	-5.348	-0.059	-0.158	-0.216
O	-31.467	-6.025	-5.534	0.143	-0.213	-0.813
O	-13.548	2.652	-0.398	0.111	-0.09	-0.209
O	-24.283	4.995	-3.482	-0.588	-0.147	-0.22
O	-12.149	6.846	-3.148	-0.021	-0.373	0.605
O	-11.042	-5.744	-3.235	-0.42	-0.315	-0.431
O	26.242	-3.345	24.847	-0.356	0.082	-0.022
O	13.12	6.642	-5.632	0.782	0.11	-0.348
O	-9.472	4.279	-1.475	0.006	0.235	-0.562
O	-23.046	-4.081	-1.375	0.751	-0.118	-0.44
O	-10.188	-2.515	24.944	0.038	0.013	0.737
O	-11.153	4.426	-5.906	-0.348	-0.204	0.313
O	30.074	-1.322	-6.734	-0.095	0.218	-0.296
O	-29.856	-8.084	-5.712	-0.241	-0.451	-0.396
O	-25.183	-8.039	25.085	-0.372	-0.268	0.11
O	17.543	-4.044	-2.62	0.02	-0.094	-0.298
O	-17.33	-4.274	-1.671	0.36	-0.12	-0.053
O	-8.098	-7.986	-0.225	0.172	0.083	-0.1
O	-20.482	-4.624	-3.275	-0.381	0.444	0.499
O	24.942	7.866	-3.807	-0.33	0.507	0.268
O	7.533	-4.461	-5.419	0.281	-0.098	-0.026
O	17.572	1.248	-6.295	0.27	-0.116	-0.071
O	-6.727	-4.959	-0.999	-0.103	-0.586	-0.252
O	-26.097	-2.163	-4.377	-0.594	0.265	-0.155
O	24.321	-2.654	-0.35	-0.108	0.221	-0.477
O	12.228	6.182	25.123	0.683	0.408	0.081
O	31.251	-5.522	-5.453	0.258	-0.06	-0.407
O	18.101	7.79	-4.362	-0.117	0.247	0.175
O	-15.116	2.712	-3.481	-0.155	0.059	-0.194
O	-30.69	-2.392	-6.85	-0.256	-0.358	-0.34
O	-10.723	-8.067	22.149	0.044	0.087	0.384
O	-31.464	4.314	23.395	-0.214	-0.528	0.261
O	9.976	-7.159	-5.471	-0.358	0.283	0.317
O	-5.528	-7.65	25.46	-0.02	-0.36	-0.138
O	-31.163	4.003	-1.306	-0.632	0.154	-0.337
O	21.845	-7.906	25.444	0.315	0.424	-0.51
O	17.961	3.936	25.684	0.132	-0.433	0.48
O	23.824	6.572	24.812	0.31	0.114	-0.199
O	-4.34	-6.11	-1.26	0.109	-0.019	-0.505
O	-27.143	2.659	22.275	0.003	0.064	0.452
O	18.233	5.264	-3.705	0.236	0.449	0.236
O	11.79	4.419	-6.464	0.176	-0.544	0.342
O	-19.957	5.446	-5.338	0.03	0.119	-0.223
O	-12.601	0.782	22.927	0.418	-0.536	0.31
O	-30.749	-1.193	-4.496	-0.262	0.539	0.095
O	15.933	3.42	-6.244	-0.386	-0.058	-0.118
O	-0.321	-2.418	25.25	-0.094	0.002	0.028
O	13.549	-4.981	-4.753	0.141	0.286	-0.152
O	-3.432	7.43	24.249	0.139	0.115	-0.761
O	15.735	-5.794	-3.474	0.311	-0.146	-0.232
O	1.625	4.588	23.367	0.468	-0.219	0.238
O	-32.591	0.012	-0.484	0.051	-0.072	-0.198
O	26.8	6.218	-2.939	0.152	-0.663	0.139
O	0.125	5.82	-3.415	0.177	0.122	-0.598
O	23.803	2.772	-6.134	0.014	0.398	0.074
O	-9.526	-6.145	-1.194	0.043	0.155	-0.215
O	19.241	2.026	24.492	-0.593	-0.45	0.104
O	-24.444	-5.547	24.838	0.027	0.349	-0.162
O	8.212	5.396	22.276	-0.194	-0.058	0.443
O	-12.103	0.796	-5.756	0.525	-0.084	-0.175
O	9.126	-5.718	26.109	0.11	-0.086	-0.642
O	28.186	-2.036	23.246	0.172	-0.341	-0.029
O	-1.049	-0.025	-3.372	-0.505	-0.158	0.138
O	-24.411	-0.069	-4.88	0.563	-0.079	-0.57
O	-23.912	-1.959	-2.981	0.063	0.177	0.353
O	15.666	5.179	25.235	-0.216	-0.206	-0.027
O	9.097	-1.392	-2.386	0.048	-0.517	-0.155
O	29.385	6.486	-2.806	0.016	-0.731	0.274
O	-6.774	-6.456	-5.687	0.123	0.249	0.004
O	32.655	-5.449	-3.328	-0.368	-0.07	-0.031
O	-29.905	1.915	-0.584	-0.714	-0.255	0.363
O	-9.434	6.13	-6.793	0.091	-0.254	-0.004
O	2.809	-8.085	-0.523	0.016	0.192	-0.642
O	4.792	-0.101	25.411	0.584	-0.188	-0.13
O	20.218	4.769	-5.615	-0.382	-0.024	-0.139
O	-7.452	2.863	-0.586	0.215	0.52	0.363
O	6.726	5.98	-3.022	-0.166	-0.023	-0.714
O	0.514	0.53	25.569	0.068	-0.24	-0.356
O	-28.109	7.222	23.017	0.458	0.227	0.192
O	11.365	-0.402	25.535	-0.57	0.023	-0.476
O	-9.884	5.95	-4.194	0.27	-0.36	0.567
O	-2.579	2.93	-0.526	0.014	-0.162	-0.54
O	17.546	-4.667	-6.452	-0.224	-0.061	0.204
O	-9.222	0.912	-5.831	-0.384	0.425	0.392
O	-10.26	0.052	25.088	-0.492	0.005	-0.052
O	-10.996	-3.546	-5.622	0.499	-0.168	-0.239
O	2.822	1.621	25.231	-0.259	0.711	-0.051
O	-7.15	-0.725	-5.999	-0.187	-0.26	-0.241
O	-15.615	-3.963	-3.778	0.243	0.079	-0.381
O	14.36	-2.089	24.088	0.123	-0.133	-0.23
O	-9.791	-4.951	24.386	-0.01	-0.46	0.587
O	23.715	8.087	-6.171	-0.118	0.509	0.01
O	-13.411	0.653	-3.518	-0.109	0.069	0.615
O	-31.91	-6.549	-1.071	-0.27	-0.082	-0.436
O	-11.608	-5.946	-6.29	0.247	0.081	0.216

Results
total energy: -406615.560 eV
total energy less fixed offsets of O -438.25, Si -107.07 eV per atom: -2.760 eV
